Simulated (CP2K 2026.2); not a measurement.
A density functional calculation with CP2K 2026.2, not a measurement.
Periodic cell of 2011 atoms, Si1440O571, from a study of silicon, its oxide and their interface. The atomic structure is a simulated model.
Doubt: the forces sum to 2.45 eV/angstrom along one axis rather than to zero, so they err by at least 0.0012 eV/angstrom per atom on average; the grid cutoff is modest.

Settings
functional: PBE
method: Gaussian and plane waves
basis set: DZVP-MOLOPT-SR-GTH
pseudopotentials: GTH-PBE
grid cutoff: 350 Ry, relative cutoff 50 Ry
k points: Gamma only
occupations: fixed
spin: none
net charge: 0

Cell vectors (angstrom)
a	65.28	0	0
b	0	16.32	0
c	-0.0829	-0.1051	33.4396

Atoms and the computed forces on them: element, x, y, z (angstrom), force x, y, z (eV/angstrom)
Si	1.622	14.719	2.766	-0.061	0.23	0.674
Si	4.554	0.894	2.76	-0.019	0.025	-0.029
Si	1.632	3.972	2.58	-0.051	0.004	0.624
Si	4.43	6.443	3.01	-0.196	0.289	0.237
Si	1.943	9.349	2.45	0.256	-0.201	0.483
Si	3.93	12.562	2.665	0.253	-0.18	0.725
Si	6.228	15.484	2.969	-0.046	0.051	0.002
Si	9.381	1.139	2.421	0.12	0.17	0.719
Si	6.734	4.412	2.535	0.196	-0.408	0.654
Si	9.349	7.114	2.628	0.384	-0.191	0.552
Si	7.347	9.623	2.424	0.235	0.478	0.297
Si	10.009	12.091	2.759	-0.396	0.347	0.118
Si	13.078	14.358	2.318	0.088	-0.082	0.329
Si	14.952	1.216	2.443	-0.248	-0.602	0.282
Si	12.615	3.345	2.209	-0.625	-0.184	0.317
Si	15.687	6.74	2.633	-0.624	0.422	0.299
Si	12.258	9.942	2.817	0.152	-0.051	0.645
Si	15.002	12.771	2.825	0.067	0.122	0.086
Si	18.779	15.19	2.217	-0.073	0.101	0.603
Si	21.234	0.562	1.882	0.052	-0.026	0.186
Si	17.988	4.639	2.663	0.223	-0.012	-0.092
Si	21.851	7.096	2.001	-0.073	0.056	0.623
Si	17.746	9.801	2.648	-0.415	0.217	0.428
Si	20.129	12.447	2.951	0.103	-0.085	0.714
Si	22.944	14.361	2.498	-0.366	-0.231	0.45
Si	26.724	1.165	2.388	0.103	-0.091	0.148
Si	23.559	4.461	2.437	0.324	0.175	0.491
Si	27.292	8.195	4.421	0.061	0.034	0.083
Si	24.113	8.824	2.047	0.141	0.086	0.144
Si	26.446	12.188	2.726	0.362	0.387	0.416
Si	28.52	15.098	3.219	-0.082	0.071	0.531
Si	31.244	1.312	3.008	0.238	-0.044	0.75
Si	28.748	5.343	2.095	0.086	-0.188	0.656
Si	30.466	7.801	1.994	0.067	0.16	0.163
Si	28.482	9.778	3.198	-0.001	-0.086	0.619
Si	30.346	12.589	2.628	-0.074	-0.31	0.493
Si	34.263	15.056	2.852	-0.368	0.301	0.179
Si	36.024	2.077	2.972	-0.004	0.016	0.046
Si	34.259	3.764	3.074	0.273	-0.263	0.432
Si	37.002	6.373	2.863	0.031	-0.022	-0.006
Si	34.376	9.728	2.573	0.324	0.317	0.45
Si	36.347	12.665	2.645	0.282	-0.167	0.645
Si	39.104	15.356	2.738	0.167	-0.285	0.205
Si	42.603	0.816	2.915	0.113	-0.025	0.027
Si	38.803	4.649	2.819	-0.034	0.057	0.011
Si	41.532	7.479	2.794	-0.034	-0.003	-0.026
Si	39.745	9.121	2.871	0.154	-0.132	0.531
Si	41.722	12.6	2.361	-0.039	0.019	0.037
Si	44.267	15.364	2.846	-0.331	0.065	0.5
Si	47.004	1.799	2.017	-0.106	-0.075	0.102
Si	44.56	3.502	2.737	-0.217	-0.246	0.615
Si	47.584	7.327	2.829	0.111	-0.338	0.626
Si	45.131	9.319	2.567	-0.338	0.336	-0.025
Si	48.013	11.772	2.883	0.21	-0.201	0.606
Si	51.038	15.241	2.53	0.255	0.433	0.316
Si	53.52	2.661	1.985	0.041	-0.066	0.577
Si	51.021	4.415	2.292	0.399	0.578	0.215
Si	54.538	7.211	1.887	0.263	-0.172	0.39
Si	49.691	10.022	2.95	-0.09	0.086	-0.007
Si	52.688	12.457	2.809	0.251	-0.256	0.65
Si	55.586	14.497	2.351	-0.344	-0.444	0.401
Si	58.208	1.947	2.103	0.008	-0.012	-0.141
Si	55.336	5.02	1.75	-0.228	0.562	0.111
Si	58.141	6.803	2.673	-0.085	0.113	-0.009
Si	56.49	8.459	1.916	0.075	-0.753	0.163
Si	58.396	13.028	2.22	0.32	0.184	0.543
Si	61.718	14.612	2.929	0.174	-0.222	0.563
Si	63.94	1.56	2.599	0.195	-0.153	0.639
Si	61.952	3.979	2.401	0.457	0.257	0.276
Si	64.238	7.735	2.289	0.279	0.238	0.515
Si	61.828	9.623	2.234	0.248	0.476	0.407
Si	63.428	12.906	2.694	-0.046	0.088	0.568
Si	2.833	16.272	4.064	-0.002	-0.005	-0.052
Si	5.604	2.709	3.866	0.029	0.027	0.013
Si	2.759	5.339	4.112	-0.074	-0.026	-0.015
Si	5.452	8.149	4.154	-0.116	-0.333	0.368
Si	2.905	10.886	3.916	-0.042	0.026	-0.056
Si	5.42	13.647	4.108	-0.057	-0.026	-0.078
Si	8.12	0.033	4.031	0.001	0.016	-0.074
Si	10.941	2.479	3.655	0.037	0.02	-0.067
Si	8.305	5.467	3.933	-0.004	-0.032	0.033
Si	11.057	8.214	3.907	-0.014	-0.005	0.01
Si	8.361	11	4.002	-0.033	-0.091	-0.04
Si	11.237	13.686	3.849	0.074	0.109	-0.018
Si	13.778	16.095	3.853	0.053	-0.074	-0.071
Si	16.75	2.643	4.371	-0.319	0.068	0.65
Si	13.857	5.63	3.793	0.458	0.299	0.385
Si	16.563	8.341	4.073	-0.039	0.029	-0.05
Si	13.826	11.13	4.137	0.034	-0.035	0.017
Si	16.596	13.81	4.41	0.045	-0.043	-0.021
Si	18.396	15.571	4.428	0.027	0.041	0.033
Si	21.804	2.465	4.154	-0.05	0.044	0.692
Si	19.707	5.883	4.468	0.068	0.159	0.47
Si	21.414	7.527	4.303	0.008	0.012	-0.028
Si	19.031	10.883	4.234	0.034	0.033	-0.064
Si	21.695	13.507	4.277	0.018	0.082	-0.089
Si	24.675	16.048	4.244	-0.316	-0.02	0.597
Si	27.717	3.047	4.548	0.094	0.196	0.478
Si	24.692	5.335	4.29	0.004	0.054	-0.086
Si	26.146	6.701	3.114	0.03	0.043	0.641
Si	24.384	10.706	4.37	0.043	-0.028	0.701
Si	27.198	13.642	4.409	0.054	-0.061	-0.08
Si	29.974	0.042	4.47	0.019	0.007	-0.003
Si	32.63	2.659	4.331	0.013	0.016	-0.063
Si	29.292	4.856	4.357	0.023	-0.007	-0.038
Si	32.376	8.073	4.314	-0.012	0.06	0.672
Si	29.893	11.098	4.402	0.046	-0.003	0
Si	32.701	13.811	4.125	0.285	0.296	0.468
Si	35.316	0.244	4.258	0.02	0.016	0.031
Si	37.873	2.949	4.19	-0.025	-0.007	-0.044
Si	35.326	5.455	4.271	-0.005	0.022	-0.055
Si	38.033	8.1	4.146	0.018	-0.024	-0.034
Si	35.418	11.044	4.128	0.041	-0.015	-0.081
Si	37.96	13.747	3.993	0.011	-0.035	-0.057
Si	40.716	0.043	4.118	0.032	0.024	-0.022
Si	43.371	2.513	4.356	-0.062	-0.003	0.081
Si	40.624	5.609	4.005	0.024	-0.019	-0.033
Si	43.426	8.329	3.927	0.041	0.001	-0.023
Si	40.674	11.034	3.893	-0.036	0.005	-0.056
Si	43.236	13.583	3.933	0.031	0	-0.059
Si	46.05	16.186	4.088	-0.329	-0.167	0.452
Si	48.943	2.963	4.151	-0.061	-0.388	0.757
Si	46.379	5.648	4.027	0.381	0.332	0.374
Si	48.856	8.407	4.398	0.035	-0.026	0.06
Si	46.168	10.876	4.062	0.015	0.045	-0.058
Si	48.879	13.652	4.029	-0.202	-0.363	0.324
Si	51.988	0.36	4.188	-0.017	0.031	-0.024
Si	53.649	2.215	4.245	-0.034	0.033	-0.022
Si	51.965	5.853	4.035	-0.006	-0.009	-0.039
Si	53.723	7.514	4.061	-0.064	-0.059	-0.063
Si	51.514	10.905	4.061	-0.014	-0.004	-0.012
Si	54.367	13.464	4.03	0.026	0.013	-0.097
Si	56.832	0.388	4.173	0.258	-0.264	0.768
Si	59.956	2.519	4.108	-0.178	-0.067	0.766
Si	56.961	5.408	4.162	0.301	0.268	0.291
Si	59.801	7.855	3.94	-0.299	-0.248	0.446
Si	57.237	10.71	3.823	0.062	0.263	0.659
Si	59.787	13.798	3.991	-0.052	-0.011	-0.027
Si	62.771	0.036	4.005	0.028	0.055	0.011
Si	0.193	2.7	3.954	-0.02	-0.003	-0.068
Si	62.774	5.425	3.947	-0.236	-0.431	0.311
Si	0.323	8.48	3.944	0.074	0.022	0.004
Si	62.575	11.069	3.888	0.007	0.039	0.011
Si	0.009	13.593	3.991	-0.024	-0.029	-0.039
Si	1.467	1.333	5.362	-0.015	-0.041	0.011
Si	4.201	3.978	5.347	0.079	0.006	-0.001
Si	1.42	6.861	5.302	-0.033	-0.004	0.017
Si	4.119	9.543	5.438	-0.005	0.016	-0.009
Si	1.388	12.158	5.273	0.074	0.002	0.008
Si	4.079	14.921	5.514	-0.02	0.007	0
Si	6.899	1.458	5.398	-0.045	0.002	0.014
Si	9.714	4.007	5.138	0.02	-0.049	-0.019
Si	6.992	6.836	5.369	-0.022	0.022	-0.037
Si	9.66	9.531	5.333	0.005	0.01	0.041
Si	6.895	12.274	5.321	0.008	0.014	-0.006
Si	9.666	14.962	5.196	-0.002	-0.034	0.022
Si	12.335	1.215	5.145	-0.002	0.034	0.032
Si	15.088	4.097	5.271	-0.045	0.035	-0.073
Si	12.417	6.834	5.26	0.012	-0.006	-0.038
Si	15.082	9.589	5.413	-0.019	-0.013	0.034
Si	12.353	12.345	5.464	-0.031	-0.001	0.034
Si	15.001	14.985	5.579	0.004	0.071	0.01
Si	17.765	1.12	5.736	0.042	0.024	-0.026
Si	20.535	3.956	5.551	0.028	-0.06	-0.014
Si	17.826	6.886	5.514	-0.021	-0.017	-0.049
Si	20.446	9.416	5.461	-0.018	-0.038	-0.005
Si	17.706	12.173	5.666	-0.001	0.054	-0.027
Si	20.319	14.834	5.614	-0.007	0.037	-0.013
Si	23.174	1.139	5.517	0.067	-0.042	-0.04
Si	25.894	3.956	5.706	0.047	-0.051	-0.002
Si	23.193	6.647	5.591	0.001	-0.055	0.002
Si	25.866	9.495	5.74	-0.054	0.029	-0.051
Si	23.033	12.135	5.642	0.015	-0.017	-0.046
Si	25.856	14.861	5.819	-0.02	0.025	0.001
Si	28.628	1.347	5.84	-0.045	-0.01	0.014
Si	31.171	4.024	5.563	-0.003	0.01	0.041
Si	28.548	6.691	5.688	0.022	0.009	0.017
Si	31.273	9.649	5.642	0.024	-0.073	-0.002
Si	28.527	12.316	5.793	-0.019	-0.008	0.009
Si	31.321	14.936	5.694	0.043	-0.021	-0.038
Si	33.913	1.349	5.749	0.035	-0.023	0.001
Si	36.625	4.165	5.723	-0.024	-0.024	0.013
Si	33.845	6.749	5.584	0.031	-0.002	0.022
Si	36.678	9.55	5.435	-0.033	-0.039	0.01
Si	33.948	12.3	5.479	-0.054	0.021	-0.014
Si	36.682	15.079	5.48	-0.058	-0.025	0.046
Si	39.348	1.501	5.403	-0.054	-0.016	-0.033
Si	41.992	4.145	5.363	-0.002	0.039	-0.046
Si	39.38	6.843	5.586	0.016	-0.023	-0.038
Si	42.107	9.713	5.327	-0.03	-0.012	-0.007
Si	39.31	12.312	5.346	-0.031	0	-0.005
Si	41.999	14.924	5.464	0.043	0.011	-0.042
Si	44.908	1.322	5.586	0.049	-0.024	-0.048
Si	47.535	4.212	5.515	-0.066	-0.004	-0.057
Si	44.79	6.908	5.326	0.114	0.027	-0.048
Si	47.383	9.629	5.655	-0.035	0.035	-0.001
Si	44.719	12.281	5.293	0.024	0.018	0.035
Si	47.447	14.882	5.429	0.089	0.059	-0.043
Si	50.186	1.333	5.375	-0.03	0.065	-0.045
Si	52.816	4.095	5.424	0.02	-0.027	0.008
Si	50.294	6.871	5.417	0.012	-0.093	-0.014
Si	52.933	9.441	5.253	0.039	-0.007	0.035
Si	50.253	12.324	5.455	-0.03	0.017	-0.051
Si	53.059	14.953	5.413	-0.001	-0.038	-0.01
Si	55.401	1.396	5.613	0.04	0.061	-0.035
Si	58.384	3.894	5.331	0.062	0.003	-0.071
Si	55.544	6.73	5.441	0.007	-0.02	0.041
Si	58.548	9.401	5.273	0.002	-0.018	-0.057
Si	55.86	12.139	5.228	0.048	-0.033	-0.016
Si	58.437	15.221	5.296	-0.061	0.029	-0.095
Si	61.39	1.303	5.439	-0.022	-0.044	-0.049
Si	64.128	4.098	5.326	-0.027	-0.053	-0.024
Si	61.217	6.591	5.306	0.062	0.048	-0.052
Si	63.979	9.65	5.237	-0.023	-0.053	0.017
Si	61.065	12.242	5.289	-0.02	0.003	-0.05
Si	64.039	14.979	5.408	-0.024	-0.022	-0.05
Si	0.104	-0.001	6.755	0.033	0.036	0.024
Si	2.833	2.674	6.731	-0.017	-0.008	0.001
Si	0.108	5.488	6.701	0.028	-0.004	0.032
Si	2.76	8.16	6.737	-0.02	-0.018	-0.015
Si	0.029	10.891	6.706	-0.055	-0.016	0.037
Si	2.704	13.522	6.743	-0.058	-0.051	0.001
Si	5.525	0.028	6.726	-0.001	-0.011	-0.041
Si	8.328	2.777	6.671	0.047	0.053	-0.024
Si	5.553	5.438	6.655	-0.067	0.048	-0.051
Si	8.331	8.174	6.73	0.002	0.013	0.001
Si	5.556	10.895	6.709	-0.015	0.018	-0.009
Si	8.304	13.615	6.641	0.006	-0.007	0.001
Si	10.969	-0.013	6.644	0.026	0.02	-0.015
Si	13.674	2.671	6.582	0.033	-0.019	-0.016
Si	11.035	5.398	6.57	-0.013	0.006	-0.006
Si	13.703	8.174	6.712	0.009	0.001	0.022
Si	10.98	10.898	6.725	-0.033	-0.011	-0.003
Si	13.652	13.623	6.9	0.004	0.02	0.001
Si	16.282	16.279	7.052	-0.04	-0.044	0.004
Si	19.155	2.612	6.924	0.031	0.035	0.036
Si	16.403	5.434	6.739	0.004	-0.052	-0.01
Si	19.11	8.169	6.959	0.023	0.053	0.014
Si	16.347	10.82	6.953	0.019	-0.011	-0.014
Si	19.077	13.475	7.044	0.034	-0.022	-0.016
Si	21.722	16.238	6.922	-0.005	0.03	-0.025
Si	24.503	2.539	6.954	-0.053	-0.022	-0.015
Si	21.892	5.262	6.988	0.019	0.03	-0.041
Si	24.458	8.087	6.994	0.026	0.029	-0.042
Si	21.717	10.753	6.963	0.018	0.015	-0.008
Si	24.417	13.487	7.029	-0.028	0	-0.016
Si	27.228	16.27	7.101	-0.019	-0.011	-0.021
Si	29.972	2.718	7.131	0.029	0.037	-0.03
Si	27.145	5.42	7.087	0.007	0.007	-0.04
Si	29.928	8.15	6.959	-0.002	0.052	-0.053
Si	27.191	10.881	7.083	-0.006	-0.004	0.005
Si	29.942	13.628	7.084	0.001	0.006	0.019
Si	32.611	-0.022	7.095	-0.052	0.021	-0.02
Si	35.289	2.753	7.029	0.002	-0.033	-0.013
Si	32.535	5.391	6.959	-0.009	-0.019	-0.022
Si	35.267	8.208	6.829	-0.014	0.022	-0.009
Si	32.664	10.962	6.967	-0.004	-0.013	0.017
Si	35.312	13.684	6.84	-0.003	-0.01	-0.012
Si	38.052	0.096	6.833	0.037	-0.025	-0.006
Si	40.679	2.825	6.812	0.047	0.02	0.017
Si	38.027	5.524	6.987	0.01	0.012	0.002
Si	40.788	8.29	6.762	-0.03	-0.005	-0.009
Si	38.026	10.92	6.788	0.025	0.021	0.04
Si	40.658	13.599	6.825	-0.015	-0.013	0.01
Si	43.434	16.278	6.818	0.005	-0.02	-0.005
Si	46.206	2.786	6.852	0.03	-0.008	0.019
Si	43.443	5.494	6.688	0.005	-0.024	-0.01
Si	46.046	8.193	6.871	-0.003	-0.008	-0.006
Si	43.432	10.965	6.775	0.044	0.016	0.037
Si	46.072	13.573	6.767	-0.039	-0.03	0.007
Si	48.848	16.285	6.727	-0.02	0.032	0.044
Si	51.462	2.75	6.796	-0.036	0.023	-0.001
Si	48.924	5.541	6.821	0.035	0.004	0.046
Si	51.625	8.209	6.79	0.008	0.009	-0.013
Si	48.859	10.995	6.842	-0.013	0.002	-0.028
Si	51.659	13.627	6.767	0.018	0.055	0.003
Si	54.28	16.224	6.936	-0.044	-0.032	0.007
Si	56.978	2.712	6.779	-0.009	0.021	0.038
Si	54.287	5.333	6.817	-0.023	0.007	-0.039
Si	57.049	8.134	6.634	-0.006	0.031	-0.021
Si	54.408	10.805	6.577	0.01	0.024	-0.011
Si	57.132	13.647	6.588	0.012	0.023	-0.013
Si	59.874	0.05	6.746	-0.027	-0.029	0.01
Si	62.702	2.76	6.701	-0.008	0.063	-0.012
Si	59.794	5.292	6.663	0.001	0.018	0.024
Si	62.59	8.138	6.531	0.032	-0.012	0.014
Si	59.821	10.818	6.671	0.005	-0.007	0.023
Si	62.535	13.6	6.628	-0.033	-0.038	-0.005
Si	1.402	14.968	18.788	-0.045	0.026	-0.004
Si	4.108	1.371	19.037	-0.01	0.017	0.037
Si	1.34	4.02	18.959	-0.028	-0.002	-0.006
Si	4.059	6.784	19.056	0.004	0.029	0.048
Si	1.364	9.442	18.829	-0.045	-0.031	-0.047
Si	4.075	12.21	18.95	0.014	0.037	0.074
Si	6.796	14.98	18.941	0.045	0.041	-0.009
Si	9.45	1.361	19.105	0.001	-0.03	-0.004
Si	6.756	4.081	19.147	0.009	-0.018	0.024
Si	9.429	6.792	19.111	0.011	0.006	0.006
Si	6.759	9.514	18.893	0.01	-0.025	-0.005
Si	9.407	12.249	18.977	-0.007	-0.004	0.007
Si	12.196	14.962	18.948	0.021	0.004	-0.042
Si	14.864	1.335	18.965	0.011	-0.022	-0.048
Si	12.169	4.059	19.122	0.026	-0.027	0.02
Si	14.915	6.744	19.232	0.005	-0.011	-0.01
Si	12.173	9.431	19.137	-0.016	-0.001	-0.006
Si	14.885	12.133	19.143	-0.025	0.017	0.038
Si	17.618	14.893	19.065	-0.006	-0.029	-0.001
Si	20.342	1.373	19.181	0.026	-0.004	0.012
Si	17.565	4.052	19.14	0	-0.004	-0.018
Si	20.362	6.809	19.148	-0.007	0.018	0.034
Si	17.569	9.421	19.195	-0.025	0.002	-0.005
Si	20.327	12.195	19.198	0.028	0.009	0.027
Si	23.062	15.034	19.204	0.009	-0.021	0.005
Si	25.795	1.394	19.306	0.004	-0.004	0.013
Si	23.087	4.066	19.219	0.005	0.013	0.01
Si	25.814	6.817	19.216	0.009	0.013	0
Si	23.114	9.553	19.093	0.008	-0.012	-0.03
Si	25.898	12.309	19.219	0.017	0.026	-0.007
Si	28.553	14.994	19.306	-0.003	-0.038	0.002
Si	31.32	1.403	19.278	0.008	0.002	0.005
Si	28.53	4.088	19.256	-0.018	-0.018	-0.006
Si	31.323	6.824	19.219	-0.006	0.012	-0.003
Si	28.584	9.573	19.25	-0.006	0.014	0.005
Si	31.258	12.293	19.255	0.023	-0.008	-0.005
Si	34.011	14.994	19.208	-0.026	-0.009	-0.012
Si	36.803	1.427	19.196	0.003	0.012	0.02
Si	34.065	4.176	19.299	-0.02	0.012	0.014
Si	36.726	6.833	19.203	0.001	-0.033	-0.007
Si	33.989	9.484	19.198	0.006	-0.012	0.013
Si	36.795	12.285	19.091	-0.01	0.031	-0.001
Si	39.503	14.963	19.104	0.021	-0.018	0.002
Si	42.163	1.376	19.045	-0.006	-0.032	-0.019
Si	39.438	4.06	19.09	-0.009	-0.027	0.004
Si	42.207	6.831	19.016	0.004	-0.007	-0.024
Si	39.441	9.537	19.126	-0.015	-0.004	0.026
Si	42.235	12.296	19.044	0.024	0.011	0.006
Si	44.882	14.913	19.017	-0.027	-0.004	0.024
Si	47.694	1.379	18.951	0.02	0.016	0.003
Si	44.906	4.093	18.951	0.007	0.01	-0.016
Si	47.684	6.811	18.995	-0.007	0.006	-0.002
Si	44.965	9.544	18.978	0.002	-0.009	-0.023
Si	47.625	12.222	18.984	-0.023	-0.045	0.014
Si	50.401	14.925	18.985	-0.014	0.001	0.003
Si	53.047	1.368	18.945	-0.007	-0.01	-0.001
Si	50.403	4.081	19.023	-0.014	-0.004	0.004
Si	53.067	6.788	18.941	-0.005	-0.009	0.003
Si	50.338	9.457	18.943	0.01	-0.005	-0.014
Si	53.091	12.236	18.955	0	0.008	0.002
Si	55.777	14.982	18.919	0.01	0.013	0.007
Si	58.475	1.291	18.871	-0.02	0.019	0.001
Si	55.767	4.053	18.875	0.012	0.001	-0.023
Si	58.487	6.76	18.811	-0.032	0.002	-0.032
Si	55.736	9.541	18.908	0.024	-0.029	0.012
Si	58.524	12.24	18.822	-0.018	-0.018	0.037
Si	61.257	14.984	18.832	-0.012	0.028	-0.009
Si	63.928	1.325	18.918	-0.015	0	0.024
Si	61.221	4.037	18.815	-0.014	0.027	-0.019
Si	63.993	6.782	18.926	0.013	0.027	0.008
Si	61.245	9.469	18.77	-0.024	-0.013	-0.001
Si	63.984	12.215	18.82	0.017	-0.018	0.019
Si	2.693	16.256	20.25	0.017	-0.003	-0.043
Si	5.415	2.698	20.541	-0.003	-0.05	0.001
Si	2.623	5.39	20.36	0.007	0.003	0.035
Si	5.476	8.22	20.347	0.031	0.007	0.002
Si	2.659	10.775	20.199	-0.025	0.008	0.017
Si	5.465	13.623	20.269	-0.004	-0.032	-0.019
Si	8.082	-0.046	20.437	-0.038	0.026	0.003
Si	10.771	2.743	20.493	0.028	-0.018	0.046
Si	8.064	5.496	20.549	-0.041	-0.008	-0.006
Si	10.772	8.111	20.521	0.03	-0.018	-0.006
Si	7.989	10.903	20.299	-0.039	0.025	-0.017
Si	10.795	13.648	20.244	-0.049	0.038	-0.019
Si	13.557	-0.029	20.311	-0.002	-0.015	0.019
Si	16.142	2.633	20.402	0.025	0.008	-0.002
Si	13.535	5.352	20.558	-0.002	0.024	-0.018
Si	16.299	8.035	20.678	0.016	0.003	0.003
Si	13.526	10.748	20.535	0.036	0.006	0.021
Si	16.337	13.467	20.437	0.02	-0.01	-0.003
Si	18.91	-0.02	20.422	-0.012	-0.016	-0.007
Si	21.698	2.735	20.582	0.021	-0.003	0.008
Si	18.927	5.459	20.448	-0.009	0.025	-0.009
Si	21.787	8.201	20.441	-0.002	-0.013	0.056
Si	18.922	10.789	20.525	-0.001	0.02	-0.009
Si	21.693	13.637	20.497	0.012	-0.017	-0.028
Si	24.36	0.076	20.656	-0.036	0.003	0.016
Si	27.166	2.765	20.682	-0.018	0.01	0.005
Si	24.469	5.429	20.57	0.007	-0.003	-0.023
Si	27.187	8.199	20.549	0.026	-0.034	-0.033
Si	24.465	10.931	20.429	0.008	-0.009	-0.025
Si	27.217	13.627	20.709	0.022	-0.017	0.026
Si	29.918	0.072	20.641	-0.009	0.023	-0.012
Si	32.735	2.751	20.624	0.004	0.013	-0.032
Si	29.945	5.458	20.532	0.006	0.006	0.005
Si	32.635	8.157	20.659	0.041	0.005	0.012
Si	29.911	10.952	20.659	-0.011	0.015	0.031
Si	32.598	13.694	20.594	-0.038	0.024	-0.011
Si	35.449	0.021	20.495	-0.012	0.001	-0.026
Si	38.179	2.749	20.614	0.023	0.026	0.021
Si	35.391	5.595	20.712	0.041	0.003	0.025
Si	38.045	8.225	20.551	0.023	0.014	0.012
Si	35.438	10.892	20.372	-0.005	-0.026	0.018
Si	38.172	13.602	20.486	-0.006	-0.001	0.019
Si	40.873	-0.015	20.452	0.008	0.006	-0.006
Si	43.51	2.8	20.315	-0.004	0.009	-0.004
Si	40.79	5.49	20.323	-0.003	0.025	-0.028
Si	43.667	8.142	20.314	0.003	0.055	0.021
Si	40.913	10.892	20.352	-0.023	-0.012	-0.017
Si	43.56	13.601	20.513	-0.004	-0.006	-0.016
Si	46.305	-0.005	20.209	0.034	0.016	-0.034
Si	49.057	2.694	20.376	0.008	-0.014	-0.001
Si	46.323	5.397	20.275	0.015	-0.024	-0.035
Si	49.02	8.157	20.409	0	-0.012	0.071
Si	46.246	10.922	20.393	-0.03	0.016	-0.011
Si	49.073	13.495	20.311	-0.005	0.005	-0.022
Si	51.744	-0.007	20.347	0.012	-0.008	0.018
Si	54.395	2.756	20.281	0.012	0.007	-0.029
Si	51.79	5.442	20.395	-0.006	-0.075	-0.009
Si	54.371	8.19	20.297	-0.027	0.055	0.016
Si	51.738	10.796	20.24	0.009	-0.02	-0.048
Si	54.462	13.619	20.304	-0.02	-0.007	0.028
Si	57.071	0.042	20.327	-0.023	0.048	0.038
Si	59.891	2.635	20.147	0.01	-0.037	-0.009
Si	57.148	5.406	20.184	-0.007	0.02	-0.001
Si	59.854	8.138	20.102	0.021	-0.03	0.028
Si	57.137	10.927	20.188	-0.01	0.047	-0.011
Si	59.887	13.63	20.128	0.021	0.035	-0.021
Si	62.585	-0.04	20.297	-0.008	-0.021	-0.009
Si	-0.014	2.644	20.338	0.008	0.02	-0.012
Si	62.591	5.37	20.168	0.001	-0.001	-0.005
Si	0.079	8.165	20.326	-0.007	0.006	0.02
Si	62.638	10.779	20.105	0.042	0.01	0.038
Si	0.065	13.635	20.125	0.006	-0.029	0.006
Si	1.325	1.195	21.673	-0.045	0.051	0.059
Si	3.943	4.102	21.821	0.003	-0.06	-0.073
Si	1.334	6.784	21.794	-0.03	-0.005	0.043
Si	4.051	9.561	21.642	0.002	0.067	0.029
Si	1.328	12.203	21.471	-0.041	-0.001	-0.009
Si	4.016	14.859	21.601	-0.033	0.05	0.054
Si	6.747	1.212	21.933	-0.069	0.041	0.027
Si	9.375	4.093	21.932	-0.038	0.018	0.037
Si	6.728	6.945	21.919	0.017	0.056	0.017
Si	9.392	9.661	21.68	0.041	0.009	0.017
Si	6.672	12.262	21.746	0.018	-0.005	-0.003
Si	9.476	14.908	21.74	0.021	-0.027	-0.004
Si	12.19	1.286	21.687	-0.013	0.008	0.03
Si	14.876	3.924	21.912	-0.006	0.032	0.032
Si	12.057	6.613	21.894	-0.028	0.005	0.037
Si	14.871	9.355	22.005	-0.02	-0.024	0.02
Si	12.069	12.272	21.6	-0.025	-0.079	-0.017
Si	14.986	14.94	21.602	0.029	0.018	-0.015
Si	17.508	1.304	21.761	0.023	-0.013	-0.021
Si	20.267	4.136	21.804	-0.017	-0.02	0.022
Si	17.703	6.651	22.097	-0.024	0.027	0.052
Si	20.334	9.433	21.803	-0.018	-0.034	0.033
Si	17.609	12.12	21.963	-0.04	0	0.006
Si	20.235	14.966	21.787	0.008	-0.044	0.02
Si	23.001	1.464	22.085	-0.004	0.01	0.032
Si	25.803	4.152	22.053	0.03	0.056	0.015
Si	23.101	6.833	21.84	-0.01	0.01	0.002
Si	25.805	9.634	21.817	-0.007	-0.004	0.078
Si	23.143	12.298	21.775	0.028	-0.01	0.055
Si	25.731	15	21.957	0.01	-0.013	-0.017
Si	28.551	1.411	22.039	0.03	0.002	-0.018
Si	31.31	4.123	21.907	0.028	-0.016	0.022
Si	28.584	6.826	21.864	-0.03	0.023	-0.004
Si	31.249	9.549	21.992	0.02	0.035	-0.035
Si	28.627	12.291	22.15	-0.047	0.011	0.03
Si	31.273	15.083	22.039	0.033	-0.059	0.041
Si	34.183	1.374	21.924	0.004	0.013	0.034
Si	36.841	4.207	21.972	-0.002	0.011	-0.011
Si	34.022	6.966	22.204	0.04	0.027	-0.005
Si	36.634	9.599	21.925	-0.028	-0.054	-0.021
Si	34.035	12.196	21.668	-0.034	-0.066	-0.057
Si	36.799	14.972	21.838	0.019	0.005	-0.019
Si	39.564	1.261	21.91	-0.047	0.002	0.017
Si	42.13	4.18	21.677	0.002	-0.033	0.052
Si	39.548	6.858	21.754	-0.07	-0.058	0.029
Si	42.373	9.572	21.617	0.025	0.044	0.001
Si	39.57	12.173	21.764	0.044	0.044	0.032
Si	42.22	15.004	21.889	-0.034	0.007	0.021
Si	44.94	1.389	21.489	-0.022	0.006	0.04
Si	47.654	4.067	21.671	-0.02	0.039	-0.028
Si	45.02	6.741	21.646	0.016	-0.043	0.028
Si	47.594	9.554	21.718	0.033	-0.012	0.029
Si	44.911	12.212	21.894	-0.018	-0.037	0.031
Si	47.689	14.939	21.499	0.023	-0.006	0.009
Si	50.433	1.341	21.765	0.03	0.009	-0.033
Si	53.21	4.122	21.793	-0.018	0.035	-0.001
Si	50.436	6.783	21.761	0.002	0.019	0.016
Si	53.015	9.537	21.745	0.006	-0.007	-0.002
Si	50.389	12.013	21.662	-0.004	-0.106	-0.001
Si	53.11	14.949	21.706	-0.001	0.065	0.01
Si	55.639	1.433	21.726	-0.049	-0.03	0.012
Si	58.474	3.926	21.444	-0.023	-0.014	0.002
Si	55.816	6.825	21.51	0.026	-0.029	0.001
Si	58.511	9.522	21.431	0.009	-0.005	-0.017
Si	55.873	12.298	21.641	0.066	-0.026	-0.006
Si	58.498	14.921	21.524	-0.006	-0.027	0
Si	61.21	1.356	21.621	-0.027	-0.004	0.011
Si	63.856	4.026	21.636	0.032	0.021	0.058
Si	61.201	6.755	21.414	-0.025	0.01	-0.008
Si	63.969	9.533	21.638	0.077	0.05	-0.002
Si	61.322	12.241	21.333	0.014	0.083	-0.063
Si	64.011	14.888	21.589	-0.017	-0.004	0.016
Si	0.167	15.985	23.107	0.008	-0.06	-0.065
Si	2.813	2.385	23.062	-0.284	0.331	-0.595
Si	65.059	5.484	23.073	-0.299	0.347	-0.315
Si	3.215	7.75	22.919	0.001	-0.038	0.013
Si	64.853	11.435	22.84	-0.11	0.048	-0.021
Si	2.987	13.146	22.829	0.092	-0.153	-0.024
Si	4.988	0.051	23.115	0.431	-0.231	-0.667
Si	8.064	2.643	23.281	0.437	-0.354	-0.251
Si	4.878	5.929	23.016	-0.1	0.184	-0.496
Si	8.037	8.554	23.199	-0.11	-0.239	-0.639
Si	4.821	11.405	22.992	-0.048	-0.006	0.039
Si	8.491	13.17	22.999	0.023	-0.038	-0.001
Si	10.804	0.007	23.069	-0.035	0.033	0.028
Si	13.456	2.517	23.225	0.041	0.044	0.091
Si	10.803	5.261	23.448	0.001	-0.004	0.106
Si	13.309	8.008	23.254	0.255	0.047	-0.507
Si	10.251	11.5	22.876	-0.214	0.226	-0.45
Si	13.483	13.668	22.763	0.01	-0.003	-0.012
Si	16.228	16.184	23.15	0.001	-0.004	0.016
Si	18.551	3.018	22.979	-0.179	0.222	-0.466
Si	16.761	4.68	23.167	0.22	0.022	-0.631
Si	19.603	7.65	23.24	0.01	-0.013	-0.018
Si	16.096	10.87	23.348	-0.258	0.316	-0.421
Si	18.977	13.577	23.243	-0.027	-0.043	0.042
Si	21.428	0.065	23.226	-0.065	0.056	0.083
Si	24.344	2.937	23.477	-0.068	0.005	0.108
Si	21.306	5.862	23.047	-0.206	0.259	-0.448
Si	24.653	8.08	23.129	0.271	-0.271	-0.487
Si	21.601	11.03	22.95	-0.064	0.053	-0.055
Si	24.355	13.632	23.319	-0.03	0.039	-0.012
Si	27.065	0.068	23.298	-0.014	0.023	0.087
Si	30.008	2.769	23.346	-0.023	-0.007	0.029
Si	27.335	5.469	23.332	-0.076	-0.05	-0.021
Si	29.784	8.236	23.309	-0.043	-0.03	0.046
Si	27.069	10.911	23.36	0.022	0.129	-0.05
Si	30.018	13.737	23.566	-0.038	-0.026	0.057
Si	32.802	0.073	23.324	0.025	0.028	-0.026
Si	35.661	2.66	23.281	0.37	-0.319	-0.342
Si	32.582	5.475	23.369	0.048	-0.011	0.03
Si	34.774	9.008	23.395	0.017	0.003	-0.004
Si	32.995	10.664	23.107	0.194	-0.257	-0.348
Si	35.431	13.463	22.99	0.085	-0.03	-0.009
Si	38.172	16.21	23.319	-0.001	0.004	0.028
Si	41.027	2.675	23.107	-0.071	-0.021	0.039
Si	38.18	5.699	23.267	-0.017	-0.122	-0.71
Si	41.111	8.157	22.904	-0.022	0.003	0.019
Si	38.259	10.772	23.142	0.05	-0.032	-0.044
Si	40.79	13.602	23.192	-0.351	0.264	-0.358
Si	43.744	0.124	23.033	-0.008	-0.033	0.072
Si	46.265	2.654	22.917	0.015	-0.05	0.067
Si	43.574	5.477	22.987	-0.025	0.079	-0.026
Si	46.342	8.086	23.046	0.049	-0.021	-0.08
Si	43.656	10.673	23.26	-0.009	-0.029	0.062
Si	46.415	13.657	22.983	0.011	0.024	0.06
Si	49.005	16.201	22.97	-0.03	0.009	0.075
Si	51.864	2.702	23.122	-0.031	-0.089	0.113
Si	49.017	5.39	23.038	-0.002	-0.095	0.023
Si	51.672	8.19	23.248	-0.018	0.017	0.008
Si	48.988	10.751	23.182	0.047	-0.016	-0.033
Si	51.764	13.437	22.897	0.027	0.039	0.01
Si	54.377	-0.006	23.214	0.068	-0.016	-0.021
Si	57.08	2.822	23.002	-0.03	0.045	-0.039
Si	54.633	5.568	23.103	0.022	-0.069	0.066
Si	57.214	8.174	22.815	-0.046	0.003	0.009
Si	54.528	10.925	22.952	0.019	-0.035	-0.012
Si	57.228	13.653	23.057	-0.019	0.031	0.005
Si	59.76	0.011	22.875	-0.391	0.317	-0.211
Si	61.261	4.156	24.245	-0.013	-0.157	-0.57
Si	59.906	5.263	22.657	0.073	-0.071	-0.049
Si	62.527	8.094	22.79	0.031	-0.11	0.044
Si	59.884	10.983	22.587	-0.019	0.049	0.046
Si	63.04	13.071	22.689	0.226	-0.188	-0.527
Si	1.509	14.232	24.368	-0.234	-0.208	-0.406
Si	3.928	15.681	25.873	0.368	-0.403	0.437
Si	0.607	3.095	24.884	-0.362	-0.552	-0.328
Si	3.421	8.701	25.03	-0.016	-0.209	-0.534
Si	1.83	10.957	26.346	-0.444	0.344	-0.236
Si	6.916	12.638	26.757	0.238	0.33	-0.495
Si	4.683	14.695	27.825	-0.131	0.306	-0.609
Si	9.876	1.655	24.496	-0.046	0.069	0.017
Si	5.918	4.103	25.246	0.04	0.016	-0.112
Si	9.813	6.725	25.059	0.419	-0.307	-0.353
Si	5.883	10.31	24.813	-0.372	0.379	-0.47
Si	8.366	13.836	25.286	0.221	-0.411	0.131
Si	12.399	15.056	24.209	-0.21	0.091	-0.466
Si	14.605	0.881	24.476	0.042	0.168	-0.662
Si	11.67	3.311	24.579	-0.077	0.014	0.012
Si	13.967	6.594	26.047	-0.163	-0.013	0.004
Si	12.054	10.365	24.876	0.06	0.008	-0.053
Si	14.484	12.266	24.273	0.143	-0.093	-0.7
Si	17.665	14.968	24.591	-0.324	-0.456	-0.106
Si	19.818	0.926	24.807	0.36	-0.163	-0.638
Si	16.538	5.375	26.157	0.02	-0.02	-0.062
Si	19.954	8.668	25.368	-0.357	-0.257	-0.641
Si	17.829	8.861	28.594	0.08	0.099	-0.014
Si	20.882	12.798	24.394	0.081	0.231	-0.533
Si	22.482	14.634	24.372	-0.117	-0.157	-0.613
Si	25.775	1.475	24.715	-0.065	0.111	-0.701
Si	23.036	4.257	25.047	0.312	-0.286	-0.565
Si	26.42	7.292	24.467	0.187	0.11	-0.501
Si	22.629	9.845	24.562	-0.283	0.259	-0.66
Si	25.945	12.527	24.723	-0.298	-0.313	-0.629
Si	28.151	14.846	24.701	0.404	0.077	-0.645
Si	31.782	1.812	24.59	0.141	0.266	-0.524
Si	28.922	4.379	24.709	-0.409	-0.455	-0.129
Si	31.021	6.696	24.554	0.03	0.092	-0.656
Si	27.977	9.128	24.584	0.006	0.016	0.04
Si	32.006	13.02	24.818	-0.075	0.443	-0.487
Si	33.87	14.532	24.33	-0.374	-0.118	-0.315
Si	37.198	1.525	24.661	-0.13	-0.087	-0.663
Si	33.246	3.734	24.861	-0.653	0	-0.367
Si	37.872	7.546	25.548	0.059	-0.249	-0.103
Si	35.642	9.699	25.546	-0.404	-0.014	-0.512
Si	36.939	12.241	24.352	-0.021	-0.031	-0.469
Si	39.134	14.481	24.582	0.172	0.199	-0.656
Si	42.939	1.962	24.261	0.057	0.009	-0.104
Si	39.679	3.503	24.797	0.311	-0.296	-0.603
Si	42.776	7.28	24.305	0.056	-0.068	0.082
Si	39.838	9.418	24.316	-0.156	0.02	-0.584
Si	42.131	11.416	24.893	0.485	-0.361	-0.501
Si	45.573	15.491	24.161	0.13	0.235	-0.602
Si	47.264	0.906	24.175	0.022	-0.004	0.07
Si	44.591	3.759	24.17	-0.13	-0.215	-0.311
Si	48.002	7.074	24.344	0.211	0.291	-0.315
Si	44.624	8.869	24.432	-0.028	0.022	0.002
Si	48.076	12.649	24.29	-0.036	-0.051	0.139
Si	49.855	14.224	23.979	-0.276	0.024	-0.517
Si	52.808	1.143	24.672	0.182	0.077	-0.726
Si	50.336	3.948	24.344	-0.063	-0.034	-0.662
Si	53.526	7.224	24.391	-0.225	-0.134	-0.777
Si	49.768	8.938	24.605	0.003	0.02	0.04
Si	53.273	12.318	24.349	0.029	0.087	-0.69
Si	56.296	15.468	24.34	0.156	0.168	-0.523
Si	57.973	0.976	24.132	-0.142	-0.395	-0.576
Si	56.592	4.854	24.299	-0.012	-0.044	-0.643
Si	58.357	6.439	23.858	-0.25	-0.119	-0.287
Si	55.765	9.393	24.222	0.15	0.159	-0.65
Si	58.797	12.274	24.185	-0.343	-0.331	-0.179
Si	61.175	14.228	24.771	-0.035	-0.134	-0.139
Si	64.321	1.391	24.324	0.264	0.24	-0.381
Si	62.614	2.577	23.079	-0.014	0.01	-0.005
Si	63.365	6.519	24.34	0.222	0.182	-0.632
Si	61.233	9.656	23.842	-0.41	-0.324	-0.206
Si	0.271	12.13	25.031	0.471	0.027	-0.279
Si	64.968	14.726	31.67	0.029	-0.08	-0.013
Si	9.302	15.624	0.205	0.039	-0.113	0.127
Si	8.636	0.041	29.097	0.062	-0.082	0.077
Si	2.982	6.769	27.395	0.028	0.074	0.053
Si	64.888	8.879	30.744	0.02	-0.018	0.033
Si	3.741	7.99	32.227	0.085	0.047	-0.055
Si	9.262	0.158	26.226	0.183	0.271	-0.527
Si	12.569	3.731	26.718	-0.16	-0.06	-0.617
Si	10.34	2.946	31.497	0.084	-0.615	0.128
Si	15.067	14.997	28.621	-0.001	-0.118	-0.02
Si	10.561	13.889	26.251	-0.684	-0.077	-0.266
Si	9.101	12.778	0.755	0.155	-0.008	0.481
Si	14.788	1.517	27.39	-0.053	0.004	-0.061
Si	18.979	6.489	27.308	-0.031	0.065	0.028
Si	17.627	10.543	26.016	-0.133	0.155	-0.045
Si	16.123	9.592	31.111	-0.639	0.16	0.014
Si	17.237	12.329	32.247	-0.032	0.021	0.009
Si	16.551	13.529	26.203	0.431	0.348	-0.28
Si	26.946	4.146	31.62	0.076	0.009	0.002
Si	21.641	2.101	26.997	0.014	0.032	-0.048
Si	19.756	3.904	28.779	-0.091	-0.037	-0.169
Si	32.094	14.043	33.217	0.415	0.429	0.351
Si	20.751	10.059	29.185	0.032	-0.023	0.091
Si	24.179	8.396	31.263	-0.057	-0.027	0.112
Si	27.982	3.097	26.467	0.379	0.486	-0.473
Si	37.197	5.337	27.689	-0.063	0.085	0.019
Si	24.673	6.36	26.838	0.019	0.036	-0.08
Si	28.515	12.302	28.514	-0.11	0.018	0.008
Si	23.722	-0.055	26.686	-0.102	0.038	-0.044
Si	30.501	1.337	27.433	-0.045	0.047	-0.037
Si	35.148	8.916	28.438	0.125	0.044	-0.026
Si	38.352	0.984	29.628	-0.081	0.037	-0.011
Si	32.622	10.02	28.973	-0.019	-0.01	0.074
Si	35.044	6.04	29.415	-0.037	0.027	0.039
Si	31.139	8.229	27.008	0.046	0.026	-0.029
Si	36.483	0.52	31.748	0.002	-0.001	0.156
Si	35.905	1.013	27.553	-0.03	0.125	-0.084
Si	28.632	9.735	26.78	-0.291	-0.123	-0.442
Si	40.334	4.269	31.597	0.107	0.028	0.029
Si	34.64	3.889	27.497	0.086	-0.026	-0.012
Si	36.01	11.758	33.057	0.058	0.095	0.092
Si	41.173	15.356	26.844	-0.037	-0.025	-0.168
Si	42.658	1.504	26.493	0.029	0.082	-0.538
Si	49.36	8.187	29.171	-0.053	-0.038	0.073
Si	41.648	4.07	27.271	-0.023	0.057	-0.087
Si	44.675	8.96	26.859	-0.443	0.609	-0.301
Si	42.479	6.991	26.627	0.003	0.292	-0.589
Si	44.061	15.324	26.726	-0.09	0.077	-0.14
Si	48.168	2.421	25.709	-0.253	-0.617	-0.162
Si	53.815	3.536	29.884	0.03	0.03	-0.097
Si	44.821	9.794	0.246	0.174	-0.146	0.542
Si	46.582	4.954	26.039	-0.132	0.096	-0.037
Si	50.088	10.037	26.792	0.379	-0.064	-0.621
Si	51.656	15.183	33.05	-0.097	0.074	0.116
Si	52.127	5.441	26.345	-0.092	-0.033	-0.052
Si	53.119	2.677	27.233	-0.069	-0.166	0.055
Si	54.561	6.382	29.301	0.098	0.056	0.046
Si	52.604	13.976	28.195	0.068	-0.056	0.011
Si	45.7	12.045	28.799	-0.018	0.026	-0.104
Si	55.055	13.862	26.562	-0.009	0.106	-0.048
Si	57.303	12.427	28.073	-0.098	0.041	0.037
Si	60.63	2.547	30.88	0.009	-0.107	-0.023
Si	60.059	8.395	25.349	0.168	0.289	-0.767
Si	62.886	8.106	26.766	0.006	0.078	-0.108
Si	52.061	10.199	31.365	-0.076	-0.005	0.007
Si	52.114	12.101	33.421	-0.042	-0.213	0.004
Si	2.286	12.942	28.611	0.039	-0.003	-0.012
Si	61.181	16.161	27.068	-0.004	-0.113	-0.029
Si	65.07	3.109	27.96	-0.001	0.014	-0.032
Si	3.348	1.863	0.964	0.339	-0.307	0.453
Si	61.986	12.534	28.528	0.178	-0.013	-0.088
Si	58.487	3.312	28.904	-0.025	-0.07	-0.113
Si	4.39	5.288	30.768	0.009	-0.054	0.012
Si	5.249	2.496	31.988	0.042	-0.032	-0.043
Si	64.405	6.091	31.498	-0.025	-0.035	0.025
Si	0.788	6.026	0.548	0.039	-0.045	0.1
Si	1.913	9.16	28.733	0.04	-0.079	-0.013
Si	1.242	9.726	32.889	0.112	0.013	0.158
Si	6.441	11.533	31.069	0.1	0.093	-0.036
Si	5.825	0.898	29.362	-0.032	-0.007	-0.02
Si	4.57	12.849	33.222	-0.097	0.019	0.107
Si	12.97	13.066	30.042	-0.555	-0.129	-0.224
Si	5.799	6.914	28.635	-0.072	-0.015	0.033
Si	16.267	11.288	1.443	-0.068	0.044	0.615
Si	11.765	8.335	27.066	-0.275	0.084	0.642
Si	11.49	9.233	29.202	0.124	-0.294	-0.608
Si	7.856	5.411	27.109	0.096	0.117	-0.07
Si	17.889	3.027	33.397	-0.026	-0.102	0.014
Si	11.028	12.339	28.984	0.583	0.206	0.227
Si	15.764	4.302	31.622	-0.055	0.164	0.088
Si	20.039	13.736	31.919	-0.04	0.06	-0.067
Si	32.969	4.09	0.264	-0.063	-0.032	0.115
Si	12.629	7.086	32.666	0.003	-0.015	-0.09
Si	21.427	12.567	27.453	0.085	-0.135	-0.043
Si	16.623	7.067	33.027	-0.027	-0.05	0.106
Si	20.406	0.189	31.208	0.005	0.02	0.084
Si	24.504	15.077	29.323	0.004	0.037	0.109
Si	24.053	11.398	26.738	0.052	0.031	0.094
Si	29.138	8.421	31.098	-0.015	-0.046	0.196
Si	25.851	9.497	33.329	-0.064	-0.138	-0.001
Si	26.448	13.216	30.49	0.034	0.034	0.077
Si	28.862	1.795	31.643	0.07	0.02	-0.034
Si	27.028	16.039	30.228	0.057	0.008	-0.017
Si	33.867	6.515	32.329	0.08	-0.023	0.048
Si	23.445	8.791	28.253	-0.078	0.108	0.041
Si	33.262	11.164	0.194	0.055	-0.019	-0.015
Si	32.586	12.889	27.774	0.011	0.14	-0.006
Si	29.773	12.58	33.269	-0.037	-0.161	0.039
Si	35.74	13.968	30.946	-0.086	-0.074	0.086
Si	35.192	14.489	27.126	0.017	0.024	0.032
Si	31.693	8.526	32.898	-0.037	-0.085	0.046
Si	40.995	8.796	28.64	0.029	0.04	-0.016
Si	30.252	11.054	30.564	-0.012	0.018	-0.004
Si	42.724	11.912	0.324	-0.406	-0.063	0.593
Si	37.244	1.255	1.2	-0.347	0.212	0.462
Si	43.41	4.577	0.329	-0.077	0.018	-0.039
Si	41.957	7.055	31.178	-0.098	0.078	-0.006
Si	39.916	14.561	29.456	-0.051	-0.026	0.033
Si	38.025	9.994	29.103	0.21	0.172	0.773
Si	40.489	14.472	1.164	0.032	-0.05	0.523
Si	39.38	3.706	29.054	-0.121	0.129	0.012
Si	46.93	11.959	33.286	-0.037	-0.09	-0.04
Si	46.459	9.226	29.298	-0.077	-0.042	-0.183
Si	48.66	15.083	28.126	-0.058	0.018	-0.085
Si	47.915	12.363	26.679	-0.085	0.209	-0.715
Si	47.913	3.706	28.193	-0.101	-0.046	0.069
Si	46.658	1.906	32.519	-0.018	0.076	0
Si	51.014	15.292	30.175	-0.017	-0.093	-0.036
Si	50.129	5.546	28.535	-0.076	0.024	0.059
Si	52.176	11.05	26.91	-0.492	-0.113	0.108
Si	50.796	15.634	26.31	-0.03	0.071	-0.062
Si	59.471	14.472	28.758	0.029	-0.03	-0.131
Si	56.896	5.572	27.374	0.037	-0.01	-0.022
Si	56.991	6.43	31.046	-0.137	0.064	0.039
Si	58.441	7.644	28.653	-0.044	0.051	0.036
Si	62.964	10.996	26.151	0.031	-0.063	-0.081
Si	53.766	9.286	28.857	0.044	0.022	0.09
Si	60.534	9.401	33.002	0.086	0.029	0.12
Si	59.716	2.257	26.241	-0.013	0.128	-0.063
Si	61.439	6.925	29.036	-0.015	-0.029	-0.054
Si	58.068	10.687	25.782	0.077	0.352	-0.64
Si	60.466	14.212	0.245	-0.05	-0.057	0.045
Si	61.696	6.899	32.023	-0.031	0.061	0.044
Si	4.348	2.168	27.016	0.167	0.007	-0.01
Si	2.442	4.16	28.517	0.086	0.031	0.006
Si	0.64	0.238	0.526	0.018	-0.028	0.137
Si	60.538	4.416	33.083	0.067	-0.094	0.139
Si	3.298	7.619	1.476	-0.082	0.104	0.652
Si	62.987	12.844	33.011	0.016	-0.021	0.117
Si	10.615	0.604	31.378	0.164	0.508	-0.047
Si	2.019	12.542	31.615	0.039	0.011	-0.095
Si	8.007	2.978	0.14	0.018	0.043	0.001
Si	10.193	4.372	28.794	0.112	0.006	0.089
Si	8.148	10.115	33.046	-0.02	-0.013	0.118
Si	9.806	7.393	33.189	-0.031	-0.065	-0.03
Si	4.806	9.526	29.784	-0.149	-0.141	0.086
Si	12.864	14.915	32.494	-0.079	-0.184	0.203
Si	6.711	14.59	0.956	-0.155	0.122	0.51
Si	12.825	4.157	32.778	0.049	-0.012	0.023
Si	13.886	10.298	30.882	0.54	-0.234	0.003
Si	10.721	6.837	30.596	-0.036	0.042	0.07
Si	8.255	13.221	29.347	-0.049	0.043	-0.014
Si	15.825	15.04	31.54	0.003	-0.103	-0.032
Si	20.213	3.098	31.573	0.027	-0.147	-0.052
Si	16.624	3.514	28.677	0.054	0.066	0.104
Si	21.838	12.293	0.57	0.13	-0.101	-0.058
Si	16.917	0.339	0.406	-0.116	0.038	0.098
Si	13.885	9.653	0.141	-0.063	0.14	0.064
Si	22.303	1.668	32.81	0.006	-0.096	-0.003
Si	25.153	2.716	0.248	-0.049	0.127	0.227
Si	19.465	8.127	0.444	-0.077	0.116	-0.064
Si	26.572	7.064	32.212	-0.115	0.002	0.016
Si	21.426	14.639	29.475	-0.045	-0.098	0.001
Si	21.54	9.656	32.19	-0.007	-0.005	0.078
Si	30.008	2.968	0.789	0.135	0.106	-0.015
Si	31.599	1.268	30.098	-0.015	-0.011	0.046
Si	28.878	7.322	28.454	-0.139	0.071	-0.003
Si	26.787	12.233	33.246	-0.105	0.029	0.074
Si	26.689	4.999	28.641	0.094	-0.006	-0.046
Si	28.663	15.399	27.701	-0.051	-0.037	0.068
Si	33.061	15.895	0.995	0.119	-0.504	0.149
Si	32.721	14.635	30.198	0.076	-0.039	0
Si	33.769	1.634	32.173	-0.059	-0.07	0.031
Si	36.105	7.586	1.029	0.21	-0.374	0.486
Si	37.406	12.919	28.571	-0.133	0.025	-0.072
Si	38.889	8.448	0.061	0.068	-0.019	0.107
Si	42.336	2.057	32.238	-0.232	-0.307	0.485
Si	44.99	7.41	31.448	-0.055	0.075	0.135
Si	39.335	3.398	0.891	0.005	0.299	0.464
Si	41.418	7.018	0.485	0.093	0.325	0.641
Si	38.389	10.462	31.39	-0.116	-0.262	-0.587
Si	41.632	1.144	0.816	0.441	0.073	-0.133
Si	45.772	14.916	29.14	0.102	-0.068	-0.008
Si	48.684	2.774	30.85	0.089	0.063	0.072
Si	46.094	4.962	32.782	-0.046	0.001	-0.069
Si	43.269	10.707	27.652	0.409	-0.679	-0.312
Si	40.379	12.872	31.979	-0.075	-0.017	0.094
Si	44.445	0.038	31.553	-0.111	-0.013	-0.074
Si	51.432	1.929	29.537	0.005	0.003	-0.051
Si	48.999	4.877	33.196	0.074	-0.106	0.064
Si	49.649	8.591	1.116	0.007	0.456	0.413
Si	49.556	10.774	32.582	0.032	-0.008	0.024
Si	44.908	14.171	0.03	0.106	0.126	0.005
Si	57.448	8.933	32.585	-0.017	-0.039	-0.081
Si	54.351	0.073	0.294	0.053	-0.008	0.114
Si	56.567	3.312	31.031	0.018	-0.085	-0.124
Si	52.187	7.638	33.206	-0.032	-0.044	0.064
Si	64.69	14.267	28.691	0.047	-0.028	0.121
Si	50.536	6.439	31.23	0.031	-0.003	-0.057
Si	59.401	16.028	31.396	0.122	0.164	0.046
Si	58.12	5.007	1.147	0.053	0.451	0.42
Si	63.956	0.432	27.349	-0.038	0.089	-0.076
Si	62.516	10.693	30.98	0.156	0.085	0.122
Si	62.755	4.251	29.542	-0.032	0.045	0.006
Si	56.765	10.028	29.733	0.038	-0.034	0.027
Si	57.063	0.99	32.824	0.006	-0.019	0.083
Si	1.411	14.926	8.106	0.01	-0.023	0.02
Si	4.168	1.339	8.113	-0.024	-0.017	0.013
Si	1.467	4.092	8.037	0.011	0.009	0.001
Si	4.175	6.785	8.034	0.004	-0.001	0.002
Si	1.38	9.514	8.066	0.001	0.013	0.011
Si	4.152	12.218	8.069	-0.014	0.024	-0.002
Si	6.922	14.97	8.028	0.011	-0.007	-0.005
Si	9.631	1.364	8.032	-0.017	-0.029	0.013
Si	6.926	4.109	8.035	0.007	-0.01	-0.006
Si	9.673	6.749	8.017	0.005	0.006	-0.001
Si	6.912	9.516	8.061	-0.01	-0.009	0.012
Si	9.595	12.242	8.072	0.015	0.013	0.001
Si	12.259	15	8.156	-0.028	-0.02	0.007
Si	14.919	1.415	8.21	-0.04	0.028	-0.051
Si	12.33	4.032	8.001	0.013	-0.013	-0.007
Si	15.03	6.783	8.111	0.012	0.003	-0.026
Si	12.327	9.518	8.091	0.039	0.015	-0.001
Si	14.996	12.232	8.251	0.004	-0.01	0.021
Si	17.691	14.889	8.329	0.012	-0.021	-0.023
Si	20.468	1.307	8.341	0.002	-0.002	0.012
Si	17.717	4.041	8.162	-0.018	-0.006	-0.021
Si	20.474	6.719	8.252	0.013	-0.01	-0.017
Si	17.73	9.49	8.316	-0.035	0	0.007
Si	20.415	12.125	8.38	-0.039	-0.049	-0.011
Si	23.076	14.898	8.333	-0.043	-0.02	-0.026
Si	25.848	1.297	8.409	-0.026	0.029	0.019
Si	23.207	3.946	8.372	0.018	-0.055	-0.016
Si	25.803	6.776	8.418	-0.015	0.001	-0.014
Si	23.107	9.452	8.341	0.008	0.006	0.025
Si	25.803	12.201	8.422	0.038	0.017	-0.007
Si	28.589	14.952	8.456	0.028	0.022	-0.004
Si	31.29	1.351	8.466	0.02	-0.02	0.007
Si	28.554	4.084	8.413	-0.003	0.006	0.004
Si	31.27	6.815	8.343	0.012	0	0.003
Si	28.561	9.478	8.368	0.005	0.002	-0.02
Si	31.293	12.244	8.384	0.022	0.002	0.01
Si	34.009	14.942	8.354	0.013	-0.005	0.013
Si	36.695	1.378	8.292	0.004	-0.001	-0.013
Si	33.914	4.091	8.357	-0.012	-0.008	0.018
Si	36.631	6.892	8.262	-0.031	0.003	-0.016
Si	33.992	9.555	8.285	0.01	-0.004	0.002
Si	36.675	12.283	8.182	0.001	0.006	-0.02
Si	39.365	15.009	8.197	0.014	0.026	-0.015
Si	42.077	1.405	8.124	-0.024	0.026	-0.033
Si	39.379	4.125	8.275	0	-0.026	0.011
Si	42.117	6.865	8.109	0.026	0.014	-0.023
Si	39.402	9.586	8.168	0.002	0.013	0.011
Si	42.064	12.277	8.172	0.006	-0.028	-0.008
Si	44.785	14.947	8.181	-0.017	-0.011	0.025
Si	47.565	1.371	8.142	-0.012	-0.031	-0.012
Si	44.781	4.143	8.126	0.001	0.028	-0.015
Si	47.506	6.861	8.158	0.012	-0.004	-0.02
Si	44.738	9.59	8.192	-0.018	-0.007	0.006
Si	47.481	12.305	8.179	-0.006	0.003	0.008
Si	50.258	14.979	8.105	-0.022	-0.005	-0.006
Si	52.894	1.374	8.134	-0.036	0.026	-0.029
Si	50.205	4.122	8.198	-0.021	0.001	-0.018
Si	52.972	6.796	8.116	-0.003	-0.027	-0.031
Si	50.248	9.573	8.126	-0.04	-0.011	-0.008
Si	53.053	12.194	8.007	0.005	-0.036	-0.025
Si	55.777	14.888	8.106	0.045	-0.034	-0.031
Si	58.445	1.371	8.068	0.004	-0.011	0.011
Si	55.7	4.074	8.174	0.005	-0.044	0.005
Si	58.449	6.751	7.973	-0.027	-0.034	-0.025
Si	55.734	9.504	8.026	0.018	-0.019	-0.016
Si	58.466	12.247	7.981	0.007	0.025	-0.003
Si	61.209	14.941	8.045	0.04	0.016	0.002
Si	64.007	1.371	8.072	-0.008	-0.009	0.01
Si	61.233	4.042	8.039	-0.004	0.02	-0.007
Si	63.94	6.82	7.989	-0.025	0.04	-0.005
Si	61.242	9.472	7.973	0.002	0.003	-0.022
Si	63.919	12.257	8.017	0.026	0.033	0.003
Si	2.795	16.29	9.441	0.009	-0.007	0.006
Si	5.551	2.736	9.403	-0.023	-0.003	-0.009
Si	2.816	5.434	9.407	0.001	-0.008	0.013
Si	5.529	8.151	9.4	-0.008	0.011	0.005
Si	2.782	10.855	9.415	-0.002	-0.01	-0.003
Si	5.532	13.605	9.395	-0.001	-0.01	-0.008
Si	8.254	0.009	9.412	0.005	0.001	-0.006
Si	10.962	2.716	9.426	0.013	0.008	-0.002
Si	8.267	5.451	9.412	0.003	0.023	-0.002
Si	10.969	8.13	9.43	0.008	-0.011	0.005
Si	8.239	10.88	9.441	-0.013	0.006	0.005
Si	10.917	13.597	9.483	0.001	0.007	0.004
Si	13.59	0.024	9.556	0.007	-0.016	0.004
Si	16.332	2.728	9.556	0.002	0.022	0.011
Si	13.647	5.401	9.438	0	0.001	0.001
Si	16.339	8.098	9.579	0.011	-0.015	-0.002
Si	13.626	10.846	9.545	-0.012	0.014	0
Si	16.333	13.55	9.666	0.011	-0.01	0.003
Si	19.053	16.279	9.656	0.012	0.015	-0.002
Si	21.802	2.651	9.723	-0.007	0.022	0.013
Si	19.059	5.383	9.582	0.011	-0.001	-0.008
Si	21.761	8.082	9.686	0.009	0.006	0.001
Si	19.037	10.821	9.728	0.021	-0.01	-0.004
Si	21.757	13.534	9.709	-0.01	0.012	0.003
Si	24.455	16.254	9.715	0.003	-0.004	-0.017
Si	27.196	2.7	9.75	0.018	-0.001	0.005
Si	24.488	5.372	9.748	-0.016	0.004	-0.004
Si	27.185	8.148	9.744	0.008	-0.021	-0.024
Si	24.45	10.82	9.735	-0.031	-0.008	-0.004
Si	27.189	13.575	9.751	0.001	0.002	-0.006
Si	29.918	0.008	9.805	-0.022	0.003	0.005
Si	32.635	2.734	9.777	0.005	-0.005	-0.001
Si	29.911	5.468	9.735	-0.004	-0.006	-0.006
Si	32.64	8.19	9.67	0.02	-0.001	0.012
Si	29.922	10.86	9.715	0.006	-0.006	-0.01
Si	32.646	13.606	9.731	-0.015	0.004	0.007
Si	35.355	0.015	9.677	0.002	0.006	0.002
Si	38.041	2.754	9.637	0	-0.003	0.006
Si	35.302	5.499	9.64	0.006	0	-0.005
Si	38.042	8.238	9.574	0.005	0.018	-0.005
Si	35.357	10.93	9.617	-0.003	0.009	-0.008
Si	38.021	13.64	9.574	-0.009	0.002	-0.014
Si	40.745	0.05	9.537	0.026	-0.024	-0.004
Si	43.443	2.764	9.496	0.009	-0.01	-0.003
Si	40.78	5.512	9.538	-0.014	0.012	0.006
Si	43.429	8.193	9.542	0.006	0.017	0.018
Si	40.74	10.917	9.561	0.014	-0.021	0.004
Si	43.433	13.614	9.548	0.007	0.007	0.011
Si	46.177	0.017	9.49	0.007	0.02	-0.01
Si	48.882	2.727	9.533	0.001	-0.003	0.009
Si	46.165	5.469	9.501	-0.007	0.008	0.018
Si	48.891	8.211	9.492	-0.01	-0.004	0.006
Si	46.157	10.912	9.524	-0.003	-0.003	0.004
Si	48.892	13.649	9.489	0.006	0.011	0.002
Si	51.583	0.009	9.499	-0.007	0.002	0.008
Si	54.331	2.686	9.47	-0.004	0.022	0.002
Si	51.622	5.461	9.499	0.005	0.013	0.01
Si	54.382	8.158	9.419	0.016	-0.027	-0.003
Si	51.665	10.904	9.433	0.042	0.014	-0.019
Si	54.388	13.537	9.423	-0.032	-0.01	0.006
Si	57.132	16.284	9.425	0.006	0.006	0.005
Si	59.849	2.71	9.405	-0.02	0.006	0
Si	57.113	5.452	9.426	0.02	0.034	0.012
Si	59.842	8.123	9.322	0.014	0	-0.01
Si	57.099	10.89	9.359	-0.009	0.01	-0.001
Si	59.849	13.564	9.377	-0.025	-0.015	0.012
Si	62.594	-0.006	9.382	-0.003	-0.008	0.004
Si	0.087	2.738	9.405	0.016	-0.007	-0.008
Si	62.583	5.447	9.361	0.021	0.016	-0.004
Si	0.019	8.145	9.396	0.007	-0.027	0.008
Si	62.584	10.846	9.353	-0.012	-0.007	0.013
Si	0.004	13.586	9.416	-0.027	0.026	0.009
Si	1.428	1.356	10.766	-0.003	-0.007	0.001
Si	4.17	4.072	10.769	0.015	0.023	0.002
Si	1.413	6.784	10.736	-0.014	0.008	-0.001
Si	4.147	9.492	10.768	-0.01	-0.008	0
Si	1.399	12.223	10.75	0.001	0.012	-0.006
Si	4.165	14.942	10.783	-0.007	0.023	0.004
Si	6.876	1.36	10.773	0.008	0.002	0
Si	9.584	4.071	10.79	-0.012	-0.011	0.001
Si	6.885	6.796	10.776	-0.002	0.003	0.004
Si	9.587	9.492	10.797	-0.008	0.001	-0.009
Si	6.861	12.236	10.788	0.003	-0.016	-0.001
Si	9.557	14.961	10.828	0.004	-0.005	0.005
Si	12.241	1.376	10.895	0.012	-0.004	0.002
Si	14.969	4.084	10.899	0.006	-0.006	-0.002
Si	12.289	6.765	10.823	0.003	0.004	-0.001
Si	14.973	9.477	10.914	0.01	0.015	-0.008
Si	12.256	12.224	10.872	0.001	0.006	-0.002
Si	14.948	14.962	10.933	0.001	-0.006	-0.005
Si	17.67	1.35	10.957	-0.015	-0.017	-0.007
Si	20.397	4.045	11.002	0.034	0.006	0
Si	17.694	6.744	10.953	-0.01	0.002	-0.004
Si	20.408	9.453	11.051	-0.027	-0.009	0.013
Si	17.676	12.2	11.045	-0.005	0.012	0.017
Si	20.395	14.922	11.038	-0.021	-0.033	-0.003
Si	23.136	1.307	11.094	-0.004	0.002	-0.003
Si	25.856	4.057	11.119	0.012	0.014	0.009
Si	23.115	6.752	11.074	-0.012	-0.013	0.008
Si	25.829	9.499	11.103	-0.005	0.013	0.009
Si	23.113	12.202	11.088	0.012	-0.006	0.003
Si	25.83	14.936	11.097	-0.003	-0.005	-0.004
Si	28.549	1.367	11.133	0.012	0.005	0.01
Si	31.261	4.105	11.099	-0.009	-0.006	0.01
Si	28.553	6.804	11.105	-0.006	0.001	0.013
Si	31.287	9.521	11.069	-0.004	-0.017	-0.002
Si	28.561	12.217	11.089	-0.008	-0.004	-0.01
Si	31.294	14.959	11.112	0.015	0.003	0.002
Si	34.009	1.361	11.076	0.003	0.003	0.002
Si	36.675	4.122	10.983	-0.016	-0.021	-0.01
Si	33.98	6.835	11.044	-0.008	0.014	0.002
Si	36.709	9.574	10.981	0.019	0.02	0.006
Si	34.011	12.243	11.05	-0.003	0.004	0.008
Si	36.703	14.968	11.011	-0.011	-0.007	0.008
Si	39.411	1.384	10.957	-0.01	-0.004	-0.003
Si	42.121	4.127	10.896	0.007	-0.001	-0.011
Si	39.403	6.848	10.915	0.003	-0.013	-0.009
Si	42.087	9.544	10.919	-0.025	-0.017	0.006
Si	39.39	12.279	10.93	0.015	-0.002	0
Si	42.101	15.002	10.9	0.013	0.012	0.003
Si	44.821	1.394	10.845	-0.003	-0.014	0.007
Si	47.515	4.094	10.862	-0.006	-0.029	0.005
Si	44.823	6.833	10.875	0.019	0.016	-0.004
Si	47.541	9.555	10.861	-0.002	0.01	0.006
Si	44.814	12.264	10.893	-0.012	-0.017	-0.002
Si	47.548	14.998	10.863	0.008	0.003	-0.003
Si	50.257	1.367	10.872	0.018	0.017	0.008
Si	53.003	4.083	10.82	-0.011	0.002	0.003
Si	50.257	6.827	10.832	0.007	-0.019	0.005
Si	53.019	9.523	10.779	-0.011	-0.022	-0.004
Si	50.292	12.263	10.796	-0.025	-0.01	-0.003
Si	53.012	14.936	10.766	-0.006	0.007	-0.013
Si	55.742	1.326	10.771	-0.008	-0.021	0.001
Si	58.489	4.08	10.756	0.012	0.01	0.009
Si	55.755	6.812	10.779	-0.002	0.002	0.008
Si	58.485	9.504	10.689	-0.001	0.013	-0.007
Si	55.751	12.202	10.78	0.016	0.007	-0.001
Si	58.502	14.925	10.757	-0.001	-0.002	-0.001
Si	61.22	1.339	10.742	-0.002	-0.011	0
Si	63.962	4.088	10.727	-0.003	0.004	0.004
Si	61.207	6.792	10.718	-0.019	-0.023	0.002
Si	63.941	9.509	10.743	-0.002	0.003	-0.01
Si	61.219	12.201	10.722	0.013	0.012	-0.006
Si	63.942	14.96	10.762	0.006	-0.006	0.011
Si	0.044	-0.002	12.109	-0.015	-0.003	0.003
Si	2.795	2.71	12.121	-0.001	-0.017	-0.003
Si	0.051	5.427	12.096	0.016	0.004	0
Si	2.774	8.129	12.111	0.005	-0.007	0
Si	0.037	10.856	12.1	-0.006	-0.01	-0.002
Si	2.77	13.582	12.11	0.004	-0.022	-0.003
Si	5.504	0.007	12.138	-0.004	-0.012	0.003
Si	8.208	2.72	12.155	0.002	-0.005	0.001
Si	5.514	5.434	12.136	0.006	0.007	0.007
Si	8.219	8.145	12.17	-0.006	0.011	0.009
Si	5.497	10.861	12.136	-0.007	0.011	0.007
Si	8.198	13.593	12.179	-0.002	0.026	-0.001
Si	10.885	-0.007	12.231	-0.012	0.001	0.003
Si	13.606	2.719	12.265	-0.012	0.004	0.006
Si	10.908	5.427	12.19	0.003	0.005	0.001
Si	13.606	8.114	12.246	0.017	-0.005	0
Si	10.899	10.85	12.214	0.01	0.001	0.001
Si	13.595	13.575	12.27	-0.001	-0.005	0
Si	16.306	-0.013	12.315	-0.003	-0.007	0.004
Si	19.023	2.691	12.351	-0.011	0.01	-0.001
Si	16.314	5.409	12.308	-0.013	0.002	0.007
Si	19.02	8.097	12.366	0.015	-0.013	0.001
Si	16.293	10.82	12.334	0.006	-0.011	0.002
Si	19.033	13.57	12.392	0	0.013	0.003
Si	21.748	16.279	12.416	0.023	-0.005	-0.007
Si	24.483	2.69	12.449	-0.003	-0.014	-0.004
Si	21.733	5.401	12.403	-0.019	0.009	-0.001
Si	24.469	8.127	12.445	0.006	-0.007	-0.006
Si	21.745	10.835	12.423	-0.002	-0.001	-0.006
Si	24.474	13.572	12.443	-0.002	-0.008	-0.004
Si	27.183	-0.008	12.459	-0.012	0.013	-0.002
Si	29.916	2.74	12.473	-0.021	0.017	0
Si	27.209	5.432	12.469	0.002	-0.014	0.001
Si	29.924	8.172	12.441	0.003	0.013	-0.003
Si	27.191	10.873	12.453	-0.005	0.002	0.004
Si	29.916	13.596	12.445	0.004	-0.003	-0.004
Si	32.645	0.016	12.455	-0.006	-0.004	-0.002
Si	35.354	2.759	12.388	-0.006	-0.013	-0.004
Si	32.629	5.477	12.427	0.006	-0.002	-0.004
Si	35.357	8.208	12.363	-0.005	-0.004	0.003
Si	32.646	10.893	12.416	0.007	-0.002	-0.002
Si	35.351	13.628	12.404	0.014	0.002	0.005
Si	38.064	0.029	12.34	0.008	-0.01	0.005
Si	40.777	2.765	12.281	0.002	0.005	0.004
Si	38.06	5.484	12.306	-0.001	0.007	-0.006
Si	40.751	8.189	12.3	-0.001	0.025	0
Si	38.059	10.93	12.341	-0.009	0.001	0
Si	40.758	13.639	12.276	-0.008	0.009	0.002
Si	43.488	0.033	12.237	-0.006	0.009	-0.001
Si	46.181	2.732	12.23	0.006	0.01	0.005
Si	43.489	5.469	12.262	0.009	-0.001	0.003
Si	46.199	8.182	12.222	0.001	-0.018	0.007
Si	43.474	10.899	12.253	0.023	-0.007	-0.002
Si	46.204	13.623	12.221	-0.003	0.004	-0.01
Si	48.912	0.013	12.232	-0.011	0.019	0.013
Si	51.654	2.723	12.182	-0.004	-0.014	0.008
Si	48.915	5.448	12.187	-0.01	-0.001	0.002
Si	51.659	8.174	12.153	0.002	0.011	-0.001
Si	48.942	10.906	12.179	0.009	-0.01	-0.001
Si	51.657	13.606	12.16	-0.007	0.005	0.008
Si	54.383	-0.028	12.125	0.02	-0.005	0.011
Si	57.115	2.71	12.1	0.017	0	0
Si	54.395	5.445	12.137	0.004	-0.001	0
Si	57.134	8.172	12.105	-0.005	-0.003	0.001
Si	54.385	10.864	12.144	0.009	0.006	0.001
Si	57.123	13.577	12.108	0	0	0.011
Si	59.86	-0.022	12.099	0.004	-0.016	-0.001
Si	62.599	2.709	12.077	-0.006	0.008	-0.004
Si	59.861	5.436	12.098	-0.003	0.003	0
Si	62.576	8.141	12.088	-0.005	0.011	0.01
Si	59.847	10.847	12.071	-0.001	0	0.002
Si	62.578	13.573	12.086	-0.005	0.007	0.002
Si	1.41	14.954	13.462	0.006	0.012	0.003
Si	4.136	1.359	13.506	-0.001	0.005	0.007
Si	1.416	4.067	13.459	-0.008	0.003	-0.008
Si	4.13	6.776	13.491	-0.002	0	0.001
Si	1.397	9.486	13.45	0.006	0.01	0.002
Si	4.119	12.22	13.478	-0.011	-0.002	0.002
Si	6.838	14.969	13.518	-0.006	-0.005	0.01
Si	9.519	1.369	13.563	-0.01	-0.006	0
Si	6.844	4.073	13.525	-0.002	-0.001	0.001
Si	9.543	6.776	13.569	0.006	-0.003	-0.002
Si	6.841	9.497	13.521	0.008	-0.006	0.005
Si	9.534	12.221	13.563	-0.009	-0.005	-0.002
Si	12.227	14.939	13.609	0.007	0.005	-0.01
Si	14.937	1.35	13.66	0.006	0.004	0.005
Si	12.229	4.083	13.603	-0.001	0.005	-0.007
Si	14.944	6.776	13.649	0.004	0.011	0.001
Si	12.239	9.479	13.595	-0.001	-0.004	-0.015
Si	14.925	12.196	13.661	0.011	0.001	-0.009
Si	17.65	14.94	13.704	0.017	-0.006	0
Si	20.378	1.34	13.736	0.006	-0.014	-0.001
Si	17.653	4.053	13.7	0.002	-0.002	0.006
Si	20.372	6.764	13.755	-0.009	-0.001	-0.005
Si	17.649	9.469	13.704	-0.012	0	-0.002
Si	20.384	12.213	13.762	0.002	0.01	0
Si	23.116	14.944	13.784	0.001	-0.009	-0.002
Si	25.841	1.356	13.825	0	0.003	0.007
Si	23.1	4.057	13.772	-0.005	0.008	-0.006
Si	25.839	6.79	13.813	0.007	0.005	0.008
Si	23.11	9.5	13.799	-0.004	0.008	-0.001
Si	25.835	12.236	13.815	0.005	0.022	0.004
Si	28.557	14.962	13.807	-0.007	-0.009	-0.001
Si	31.281	1.375	13.819	0.009	0.005	0.001
Si	28.566	4.089	13.846	0.007	0.002	0.014
Si	31.277	6.82	13.808	-0.009	-0.004	0.004
Si	28.567	9.528	13.804	0.002	-0.01	0.001
Si	31.292	12.252	13.791	0.003	-0.013	-0.003
Si	34.006	14.98	13.802	-0.01	-0.007	0.004
Si	36.715	1.389	13.722	-0.006	0.02	-0.005
Si	33.986	4.098	13.761	0.006	0.001	-0.008
Si	36.716	6.831	13.699	0.002	-0.002	-0.003
Si	34.004	9.537	13.765	0.003	-0.004	0.004
Si	36.713	12.267	13.744	-0.001	0.001	0.011
Si	39.421	14.98	13.676	-0.006	0.003	0.001
Si	42.147	1.393	13.617	0.014	-0.004	-0.003
Si	39.417	4.112	13.659	-0.005	-0.013	-0.008
Si	42.131	6.825	13.638	-0.014	-0.006	-0.002
Si	39.414	9.546	13.681	0.005	-0.009	0.003
Si	42.134	12.271	13.613	0	-0.015	-0.013
Si	44.859	14.986	13.585	0.013	0.005	-0.003
Si	47.561	1.379	13.583	-0.01	0.001	0.008
Si	44.854	4.099	13.611	0.002	-0.018	0.008
Si	47.577	6.812	13.553	-0.007	0.002	-0.001
Si	44.848	9.537	13.591	-0.009	0.009	-0.008
Si	47.592	12.26	13.553	0.008	0	-0.007
Si	50.306	14.959	13.544	-0.006	0.009	-0.001
Si	53.038	1.345	13.496	-0.001	0.005	-0.003
Si	50.293	4.081	13.531	0.013	-0.003	-0.001
Si	53.029	6.802	13.492	-0.001	0	0
Si	50.311	9.533	13.519	-0.003	-0.005	-0.001
Si	53.027	12.236	13.502	-0.002	-0.007	0.005
Si	55.762	14.94	13.467	0.002	-0.011	-0.001
Si	58.486	1.343	13.443	0.001	-0.005	-0.001
Si	55.76	4.07	13.471	-0.006	0.008	0
Si	58.494	6.793	13.455	0.019	0.004	0.001
Si	55.763	9.511	13.481	-0.004	0.002	0.01
Si	58.493	12.208	13.442	0.005	0.001	-0.002
Si	61.221	14.936	13.442	-0.007	-0.004	0.003
Si	63.959	1.359	13.457	-0.002	0.004	0.009
Si	61.229	4.061	13.433	-0.004	0.01	-0.001
Si	63.956	6.778	13.442	-0.003	-0.007	0.001
Si	61.209	9.498	13.441	-0.008	0.008	0
Si	63.955	12.223	13.446	0.001	0.007	-0.001
Si	2.758	-0.009	14.843	-0.007	-0.007	0.003
Si	5.471	2.727	14.893	0.012	-0.003	-0.005
Si	2.773	5.403	14.845	-0.003	0	-0.008
Si	5.476	8.127	14.875	-0.008	0	-0.003
Si	2.754	10.839	14.809	0.005	0.006	-0.002
Si	5.461	13.602	14.842	-0.008	0	-0.007
Si	8.157	0.015	14.916	0.006	0.014	0.007
Si	10.842	2.735	14.948	0.008	0	-0.005
Si	8.17	5.418	14.934	-0.004	-0.01	0.003
Si	10.887	8.125	14.964	0.021	0.02	0.003
Si	8.172	10.855	14.913	0.001	0.006	0.009
Si	10.874	13.57	14.964	0.006	0.008	0.006
Si	13.56	-0.025	14.995	-0.005	-0.02	0
Si	16.28	2.7	15.053	0.003	-0.007	0.011
Si	13.562	5.432	14.997	-0.005	0	-0.003
Si	16.281	8.113	15.052	-0.005	0.002	0
Si	13.562	10.823	15.008	0.001	-0.017	-0.007
Si	16.291	13.542	15.029	-0.002	-0.002	0
Si	19.008	-0.025	15.075	-0.006	-0.005	0
Si	21.726	2.705	15.117	0.011	-0.005	-0.009
Si	18.995	5.408	15.094	0.002	0.004	0.004
Si	21.726	8.131	15.125	-0.017	-0.009	-0.012
Si	18.993	10.839	15.07	0.009	0	-0.013
Si	21.752	13.584	15.121	0.017	0.013	-0.011
Si	24.463	-0.002	15.155	-0.002	-0.001	-0.009
Si	27.201	2.717	15.193	-0.005	0	-0.003
Si	24.462	5.416	15.14	-0.007	-0.009	-0.008
Si	27.212	8.162	15.161	0.001	0.012	0.004
Si	24.467	10.878	15.165	0.008	-0.006	-0.005
Si	27.188	13.618	15.17	-0.007	-0.01	-0.005
Si	29.909	0.012	15.174	-0.008	-0.003	-0.004
Si	32.647	2.749	15.163	-0.001	0.01	-0.004
Si	29.933	5.461	15.19	0.003	0.005	0.002
Si	32.646	8.188	15.145	0.011	0.009	-0.006
Si	29.927	10.903	15.152	-0.007	0.012	-0.003
Si	32.637	13.619	15.162	-0.008	0.01	-0.002
Si	35.366	0.057	15.129	0.023	0.015	-0.003
Si	38.075	2.76	15.055	-0.011	-0.014	-0.005
Si	35.362	5.471	15.075	-0.016	-0.014	-0.007
Si	38.068	8.185	15.065	-0.003	0.003	0.004
Si	35.357	10.905	15.117	-0.003	0.004	-0.006
Si	38.077	13.644	15.079	0.012	0.002	0.001
Si	40.798	0.033	14.988	0.001	-0.001	-0.006
Si	43.514	2.732	14.983	-0.013	0.002	0.007
Si	40.778	5.466	15.012	-0.002	-0.003	-0.003
Si	43.506	8.191	14.979	0.018	0	0.006
Si	40.801	10.914	14.995	0.003	0.003	-0.009
Si	43.515	13.624	14.954	0.007	0.011	-0.007
Si	46.232	0.004	14.95	-0.004	0.011	-0.004
Si	48.953	2.729	14.916	-0.013	-0.011	0
Si	46.246	5.459	14.939	0.015	0.013	0.004
Si	48.971	8.158	14.882	0.002	-0.002	-0.005
Si	46.244	10.888	14.91	0.004	-0.008	0.001
Si	48.961	13.6	14.922	0	-0.005	0.005
Si	51.688	0.001	14.874	0.009	0.008	-0.001
Si	54.405	2.712	14.839	0.013	-0.003	0.007
Si	51.683	5.432	14.855	-0.015	-0.002	-0.008
Si	54.395	8.159	14.841	0.006	-0.01	0
Si	51.673	10.883	14.877	-0.009	-0.009	0.005
Si	54.405	13.598	14.839	0.01	0.019	0.003
Si	57.126	-0.011	14.809	0.001	0.007	0
Si	59.858	2.704	14.784	0.011	0	-0.01
Si	57.125	5.435	14.815	0.006	0.002	0
Si	59.86	8.142	14.815	-0.004	-0.003	0.006
Si	57.128	10.876	14.822	0.007	0.006	0.002
Si	59.857	13.574	14.787	-0.008	-0.001	-0.007
Si	62.584	-0.018	14.789	-0.012	-0.017	0
Si	0.051	2.716	14.817	0.023	0.011	0.001
Si	62.6	5.403	14.791	-0.002	-0.01	-0.011
Si	0.047	8.119	14.81	-0.007	0	0.006
Si	62.586	10.855	14.787	-0.007	-0.001	0.005
Si	0.043	13.585	14.803	-0.005	-0.008	0.002
Si	1.404	1.368	16.195	-0.016	0.014	0.001
Si	4.106	4.072	16.27	-0.014	0	0.006
Si	1.398	6.746	16.186	0.017	-0.019	-0.006
Si	4.085	9.482	16.198	-0.006	-0.003	-0.005
Si	1.409	12.212	16.15	-0.006	-0.011	0.004
Si	4.121	14.965	16.214	0.005	0.003	0.002
Si	6.81	1.388	16.288	-0.007	-0.004	-0.005
Si	9.494	4.076	16.355	0.02	-0.008	0.009
Si	6.787	6.759	16.292	0.002	0.008	0.003
Si	9.517	9.489	16.301	-0.003	-0.014	-0.006
Si	6.783	12.235	16.22	-0.005	0.016	-0.012
Si	9.507	14.973	16.274	-0.003	-0.007	-0.009
Si	12.176	1.369	16.306	-0.005	-0.007	-0.012
Si	14.897	4.082	16.376	0.006	-0.003	-0.014
Si	12.209	6.773	16.387	0.019	-0.001	0
Si	14.899	9.456	16.4	-0.009	0.018	0.004
Si	12.194	12.179	16.359	0.005	0.005	-0.009
Si	14.909	14.899	16.348	-0.009	0.01	-0.01
Si	17.644	1.336	16.418	0.001	-0.003	0.003
Si	20.357	4.064	16.467	-0.012	0.002	-0.007
Si	17.624	6.769	16.443	0.01	-0.005	0
Si	20.346	9.508	16.45	0.02	0.002	0.001
Si	17.623	12.177	16.433	-0.005	0.004	0.016
Si	20.37	14.943	16.448	0.017	-0.008	0.006
Si	23.094	1.367	16.489	0.001	-0.008	-0.002
Si	25.823	4.081	16.525	-0.003	-0.01	0.001
Si	23.095	6.777	16.482	-0.002	0.026	-0.008
Si	25.856	9.533	16.508	0.008	-0.002	-0.002
Si	23.112	12.267	16.515	-0.001	-0.004	0.011
Si	25.834	14.993	16.531	-0.002	0.004	-0.001
Si	28.558	1.36	16.566	-0.003	0.004	0.009
Si	31.294	4.096	16.546	-0.017	0.012	0.006
Si	28.57	6.823	16.547	-0.001	-0.009	0.003
Si	31.288	9.553	16.511	0.01	-0.001	0
Si	28.571	12.271	16.51	0.013	0.007	0.004
Si	31.28	14.986	16.531	0.001	-0.018	0.001
Si	34.024	1.417	16.531	-0.02	0.002	0.009
Si	36.714	4.114	16.433	0.015	-0.004	-0.006
Si	34.014	6.803	16.466	0.012	-0.007	-0.013
Si	36.72	9.532	16.453	-0.026	0.002	0.004
Si	33.999	12.25	16.506	0.01	-0.024	-0.006
Si	36.73	15.01	16.464	-0.012	0.001	-0.001
Si	39.442	1.373	16.369	0.014	0.012	-0.009
Si	42.153	4.094	16.338	0.006	-0.013	-0.003
Si	39.429	6.81	16.41	0.006	-0.017	0.005
Si	42.154	9.554	16.354	-0.012	0.028	0.007
Si	39.47	12.265	16.378	0.008	0.001	-0.007
Si	42.17	14.991	16.321	-0.015	0.003	-0.006
Si	44.889	1.357	16.323	0.017	-0.022	0
Si	47.628	4.105	16.288	-0.003	0.007	0
Si	44.903	6.832	16.298	-0.014	-0.001	-0.001
Si	47.628	9.522	16.238	0.007	-0.021	-0.005
Si	44.896	12.246	16.274	0.003	-0.019	-0.005
Si	47.612	14.961	16.292	-0.013	0.017	-0.001
Si	50.337	1.355	16.244	0.002	0.006	-0.003
Si	53.046	4.07	16.207	-0.017	0	-0.007
Si	50.337	6.781	16.223	0.013	-0.015	-0.013
Si	53.038	9.513	16.216	0.006	0.005	0.005
Si	50.333	12.233	16.269	-0.011	0.006	0.007
Si	53.06	14.958	16.215	0.003	-0.01	-0.006
Si	55.768	1.344	16.181	0.013	-0.01	0.003
Si	58.488	4.05	16.145	0.006	0.003	0.001
Si	55.758	6.791	16.18	-0.012	0.008	-0.004
Si	58.48	9.498	16.164	0.009	0.001	-0.003
Si	55.773	12.245	16.185	-0.009	-0.002	0.002
Si	58.496	14.937	16.14	0.013	-0.009	-0.008
Si	61.216	1.341	16.139	-0.023	0.019	-0.002
Si	63.957	4.059	16.174	-0.02	0.019	0.002
Si	61.242	6.76	16.138	-0.001	0	-0.011
Si	63.951	9.485	16.134	-0.002	0.011	-0.008
Si	61.231	12.229	16.136	0.009	0	-0.014
Si	63.953	14.952	16.144	0.001	0.005	0.005
Si	0.008	0.011	17.505	0.007	-0.001	-0.007
Si	2.749	2.696	17.62	0.014	-0.03	-0.002
Si	0.036	5.399	17.559	-0.006	0.019	0.003
Si	2.76	8.08	17.557	0.013	0.025	-0.013
Si	0.039	10.84	17.477	-0.003	0.015	-0.01
Si	2.768	13.563	17.52	-0.004	-0.004	0.009
Si	5.436	0.03	17.617	-0.029	-0.015	-0.004
Si	8.116	2.735	17.732	-0.005	0.005	0.006
Si	5.43	5.414	17.701	-0.007	0.008	0.012
Si	8.151	8.122	17.637	0.011	0.005	-0.009
Si	5.406	10.871	17.552	0.005	-0.016	-0.004
Si	8.123	13.608	17.578	-0.009	-0.011	-0.024
Si	10.813	0.034	17.671	-0.004	0.004	0.009
Si	13.496	2.728	17.686	0.004	0.005	-0.001
Si	10.827	5.437	17.756	-0.013	0.016	0.003
Si	13.566	8.095	17.8	0.026	-0.011	-0.01
Si	10.831	10.822	17.735	-0.007	0.016	0.026
Si	13.571	13.522	17.716	0.009	-0.01	-0.007
Si	16.257	16.256	17.703	0.02	-0.006	-0.008
Si	18.976	2.71	17.81	0.003	-0.006	-0.007
Si	16.232	5.419	17.786	-0.021	0.001	-0.013
Si	18.982	8.143	17.801	-0.035	0.005	0.003
Si	16.246	10.79	17.784	0.016	-0.016	0.006
Si	19.012	13.541	17.767	0	0.01	-0.006
Si	21.703	0.02	17.815	-0.014	-0.007	-0.015
Si	24.457	2.713	17.875	-0.003	0.011	-0.004
Si	21.728	5.417	17.836	0.005	-0.006	0.003
Si	24.475	8.149	17.812	0.011	-0.007	-0.016
Si	21.702	10.888	17.799	-0.013	0.007	-0.014
Si	24.474	13.652	17.891	0.008	-0.004	-0.004
Si	27.171	0.022	17.943	0.002	-0.001	0.007
Si	29.926	2.735	17.912	0.003	-0.004	0.005
Si	27.187	5.449	17.88	0.002	0.02	-0.014
Si	29.945	8.203	17.891	-0.014	0.006	0.002
Si	27.222	10.911	17.865	-0.018	-0.01	-0.003
Si	29.898	13.642	17.897	-0.004	0.009	-0.002
Si	32.649	0.045	17.872	0	0.006	-0.002
Si	35.401	2.801	17.883	0.011	0.017	0.014
Si	32.685	5.462	17.876	0.018	0	-0.001
Si	35.36	8.161	17.82	-0.003	0.018	-0.012
Si	32.629	10.908	17.894	0.009	0.002	0.013
Si	35.367	13.643	17.819	0.006	0.027	-0.003
Si	38.123	0.045	17.8	-0.005	0.006	-0.005
Si	40.797	2.73	17.705	-0.003	-0.006	-0.008
Si	38.059	5.461	17.8	-0.007	0.004	0
Si	40.797	8.193	17.727	-0.013	-0.004	0.007
Si	38.127	10.908	17.743	-0.003	-0.004	0.005
Si	40.846	13.634	17.705	0.001	0.006	-0.006
Si	43.526	0	17.695	0.005	0.007	0.001
Si	46.284	2.726	17.628	-0.014	-0.008	-0.007
Si	43.54	5.471	17.638	-0.005	-0.014	-0.012
Si	46.313	8.173	17.632	0.014	0.024	0.007
Si	43.562	10.909	17.671	-0.004	0.003	-0.002
Si	46.253	13.584	17.641	0.024	0.021	-0.005
Si	49.024	-0.024	17.626	-0.006	-0.005	-0.01
Si	51.694	2.726	17.592	0.009	-0.009	0.003
Si	49.028	5.438	17.645	0.013	0.004	0.016
Si	51.695	8.124	17.573	-0.031	-0.005	-0.007
Si	48.974	10.854	17.62	0.008	-0.013	0.001
Si	51.733	13.592	17.592	0	0.008	-0.001
Si	54.41	0.01	17.569	-0.002	0.031	0.006
Si	57.14	2.694	17.526	0.004	0.002	0.005
Si	54.409	5.434	17.551	0.013	0.002	-0.001
Si	57.1	8.162	17.536	0	-0.009	0.001
Si	54.408	10.893	17.541	-0.012	0.004	0.003
Si	57.133	13.621	17.528	0.023	0.015	0.017
Si	59.852	-0.022	17.487	0.018	-0.02	-0.008
Si	62.595	2.671	17.503	0.008	-0.003	0.012
Si	59.862	5.406	17.473	0.008	0.005	0.003
Si	62.628	8.092	17.492	0.014	-0.01	0.009
Si	59.87	10.863	17.474	-0.001	0.016	-0.006
Si	62.599	13.584	17.494	-0.005	-0.017	0.006
O	5.869	9.217	2.942	-0.394	0.269	-0.051
O	16.33	1.759	3.069	0.552	-0.008	-0.332
O	12.861	4.86	2.729	-0.188	0.099	-0.329
O	19.915	16.067	1.486	0.127	-0.078	-0.566
O	20.971	1.313	3.304	-0.447	-0.036	0.206
O	18.035	3.484	3.789	0.341	-0.214	0.273
O	19.343	5.474	2.888	0.166	0.113	-0.54
O	24.364	14.826	3.157	0.455	-0.266	-0.255
O	25.502	0.848	3.405	-0.26	0.19	-0.079
O	27.45	2.467	3.025	0.062	0.132	-0.211
O	22.608	3.272	2.994	0.08	0.001	-0.414
O	22.764	8.289	1.357	-0.183	0.279	-0.405
O	23.684	9.529	3.449	-0.574	-0.372	0.203
O	24.997	11.727	3.262	-0.506	0.238	-0.268
O	29.652	6.526	1.467	0.275	0.011	-0.304
O	31.128	7.433	3.443	-0.15	-0.294	0.2
O	31.853	13.154	2.86	0.085	0.128	-0.115
O	33.455	8.585	3.223	0.014	-0.415	-0.211
O	46.97	0.404	2.817	0.574	-0.198	-0.342
O	48.051	2.702	2.817	-0.066	0.366	-0.41
O	45.437	4.829	2.973	-0.179	0.313	-0.481
O	49.551	14.845	3.081	-0.417	0.381	-0.207
O	50.111	3.91	3.535	0.281	0.103	0.384
O	56.13	15.85	3.01	-0.048	0.345	-0.096
O	57.146	1.75	3.303	-0.195	0.665	0.186
O	59.569	1.484	2.863	0.322	-0.547	-0.112
O	54.38	3.824	1.243	0.129	-0.079	-0.738
O	55.926	4.529	3.195	-0.167	-0.582	0.331
O	56.278	9.613	3.072	-0.235	-0.138	0.02
O	58.105	11.462	2.63	0.517	-0.209	-0.418
O	60.609	3.743	3.273	-0.319	0.406	0.144
O	63.474	6.519	2.982	-0.296	0.055	-0.27
O	60.753	8.593	2.838	-0.159	-0.414	-0.036
O	4.004	1.323	23.35	0.196	0.069	0.043
O	2.132	2.622	24.541	0.157	0.114	0.528
O	0.572	4.537	24.148	0.068	0.067	-0.085
O	2.748	10.18	25.247	-0.175	0.408	-0.336
O	7.888	12.323	28.036	0.101	-0.528	0.057
O	4.997	15.666	24.61	0.303	-0.548	0.346
O	6.99	3.473	24.216	-0.04	0.417	-0.176
O	5.221	5.392	24.549	0.065	0.091	0.362
O	9.127	7.945	24.254	0.189	0.211	0.046
O	7.17	9.639	24.067	0.102	0.024	-0.168
O	13.769	7.023	24.49	0.275	-0.248	-0.296
O	12.276	9.137	23.843	-0.142	-0.158	-0.107
O	10.729	11.171	24.426	-0.318	-0.02	0.379
O	19.093	2.331	24.385	-0.139	0.079	0.315
O	13.244	7.67	26.998	0.495	-0.15	0.345
O	16.241	4.683	24.731	-0.662	-0.274	0.195
O	19.131	10.061	25.623	0.439	0.138	-0.248
O	16.728	10.164	24.716	0.089	-0.501	0.128
O	21.846	5.201	24.459	0.003	0.004	0.395
O	23.812	8.782	24.349	-0.002	-0.325	0.487
O	34.782	3.425	24.434	0.13	0.028	0.251
O	36.968	8.831	25.822	0.113	0.214	0.206
O	32.486	11.471	24.48	0.165	-0.101	0.096
O	37.358	6.805	24.181	-0.363	0.22	0.052
O	39.082	4.959	24.412	0.364	0.175	0.121
O	41.707	12.865	24.345	0.247	0.218	0.333
O	60.802	15.429	23.771	0.003	0.071	-0.1
O	62.475	13.474	24.185	0.221	-0.121	0.512
O	59.327	14.891	30.285	-0.165	-0.438	0.292
O	63.8	0.856	25.799	-0.004	-0.11	-0.197
O	63.498	9.582	30.34	-0.293	-0.085	-0.548
O	5.569	1.816	28.037	0.593	0.095	-0.085
O	7.249	6.623	27.988	0.195	0.474	-0.041
O	2.803	7.593	26.027	-0.294	-0.438	-0.03
O	1.314	9.807	27.375	-0.377	-0.371	-0.181
O	65.096	9.272	32.304	-0.303	-0.279	0.39
O	5.312	15.731	28.929	0.228	-0.311	0.052
O	3.338	14.154	28.565	-0.249	0.392	0.291
O	8.154	15.503	25.478	-0.595	0.046	-0.185
O	4.84	3.011	25.728	-0.399	-0.205	-0.368
O	6.621	4.523	26.623	-0.014	-0.41	0.651
O	15.15	13.114	25.496	-0.124	0.011	0.351
O	5.002	9.028	25.345	0.033	-0.518	0.217
O	12.938	9.362	29.946	0.268	-0.518	0.046
O	10.924	12.879	27.452	-0.007	-0.174	-0.25
O	11.843	13.924	25.255	0.539	-0.189	-0.084
O	13.478	16.076	24.929	0.049	-0.016	0.131
O	15.324	1.393	25.859	0.736	-0.069	0.019
O	16.239	4.422	27.407	-0.547	-0.047	0.122
O	16.198	13.489	31.814	-0.292	-0.04	-0.366
O	21.084	10.258	30.753	-0.208	0.586	-0.116
O	16.085	14.199	27.62	0.386	-0.046	0.075
O	18.713	16.109	25.171	0.148	-0.099	0.349
O	20.563	1.224	26.198	-0.113	-0.474	0.506
O	20.855	2.87	28.185	0.047	0.017	0.451
O	19.85	5.343	28.035	0.667	0.255	0.117
O	18.087	5.809	26.141	0.346	-0.271	-0.555
O	19.869	7.614	26.595	0.356	0.023	0.123
O	21.515	9.072	25.436	0.283	0.069	0.282
O	20.75	11.474	28.42	-0.534	0.101	-0.064
O	24.137	8.518	29.674	0.187	-0.274	0.043
O	20.767	12.416	25.994	-0.5	-0.165	0.114
O	28.327	15.616	26.131	-0.279	0.68	-0.06
O	26.89	2.194	25.667	0.237	0.134	0.214
O	22.337	3.189	26.034	-0.237	-0.056	0.069
O	25.885	7.025	26	0.162	0.303	0.405
O	23.276	11.072	25.373	-0.147	0.216	-0.427
O	27.348	14.544	30.772	0.444	-0.194	0.131
O	25.441	12.062	26.231	0.204	0.217	0.227
O	27.123	13.615	25.019	-0.119	-0.155	-0.003
O	31.369	1.259	26.081	0.083	-0.104	0.142
O	33.392	4.029	26.47	-0.572	0.001	0.328
O	30.017	5.534	25.165	0.147	-0.105	0.404
O	27.641	7.875	31.31	-0.153	0.231	-0.277
O	35.106	1.274	31.35	-0.237	-0.001	-0.515
O	31.712	13.157	26.431	-0.524	0.358	0.214
O	30.259	9.564	26.682	0.295	0.468	-0.354
O	36.453	1.035	26.026	-0.054	-0.364	0.023
O	34.825	9.496	26.942	-0.3	0.315	-0.108
O	25.164	13.626	29.602	-0.215	-0.589	-0.191
O	36.637	5.812	29.141	0.527	0.042	0.545
O	34.157	9.749	29.432	-0.04	0.426	0.54
O	32.163	8.692	28.155	0.098	-0.456	-0.004
O	43.549	6.824	30.975	0.041	-0.48	-0.13
O	39.436	9.291	28.612	-0.035	-0.225	-0.111
O	39.892	14.913	25.973	-0.199	-0.117	0.089
O	38.437	2.506	25.122	-0.057	-0.101	0.297
O	39.327	8.22	25.33	0.426	-0.051	0.392
O	40.824	10.457	25.119	0.017	0.01	0.301
O	42.766	11.583	26.373	-0.055	0.189	0.239
O	41.214	15.86	0.571	0.13	-0.103	-0.308
O	45.178	14.927	25.647	0.339	-0.338	0.234
O	50.43	14.294	25.514	-0.088	-0.595	0.303
O	47.137	6.425	25.629	-0.298	0.331	0.175
O	47.99	8.871	29.603	-0.03	0.096	0.406
O	46.764	4.708	27.632	-0.406	0.206	0.281
O	51.716	2.225	27.95	-0.342	-0.329	-0.213
O	57.942	4.629	28.164	0.222	0.159	-0.063
O	51.489	0.332	25.261	-0.572	0.236	-0.233
O	49.718	2.73	25.284	0.414	-0.43	-0.188
O	54.657	8.34	24.811	0.189	-0.072	0.494
O	53.275	9.978	27.476	0.319	-0.315	-0.281
O	46.295	10.798	29.632	0.472	0.078	0.318
O	50.161	9.08	28.11	0.217	0.185	0.302
O	52.488	11.292	25.335	-0.023	-0.222	-0.067
O	54.139	13.316	25.33	0.26	0.369	-0.022
O	51.828	15.164	27.427	-0.034	0.252	0.204
O	55.94	15.062	25.915	0.062	0.204	0.513
O	58.382	1.655	25.57	-0.388	0.005	0.497
O	52.992	4.104	26.505	0.482	0.025	-0.387
O	59.287	6.988	25.117	0.167	-0.473	0.275
O	63.665	3.851	28.261	-0.313	0.052	-0.364
O	58.215	11.466	27.178	0.694	0.024	0.19
O	52.303	9.024	32.43	0.325	0.009	0.002
O	59.912	13.234	24.955	-0.097	0.07	0.499
O	61.596	14.871	26.184	0.199	-0.167	0.414
O	2.436	12.259	30.075	0.344	-0.544	-0.154
O	61.381	13.047	32.985	-0.381	-0.183	-0.103
O	60.675	13.439	28.589	0.025	-0.259	-0.31
O	4.338	8.165	0.322	0.742	0.136	0.276
O	62.236	10.623	24.758	0.33	0.334	-0.339
O	64.186	12.041	25.956	-0.223	0.375	0.177
O	22.42	15.785	1.905	0.394	0.304	-0.151
O	62.461	0.24	27.975	-0.2	0.199	0.393
O	8.223	14.793	28.957	-0.384	-0.072	-0.16
O	5.372	14.376	0.078	-0.043	0.289	-0.147
O	5.605	5.948	29.92	0.29	-0.196	0.313
O	2.296	6.571	0.686	0.061	-0.399	-0.169
O	7.381	4.177	1.045	0.262	0.182	-0.264
O	24.884	9.869	1.092	0.018	0.334	0.139
O	2.336	5.3	27.363	-0.137	-0.199	-0.57
O	24.245	10.046	27.594	0.239	-0.197	0.251
O	11.637	3.907	31.716	0.178	0.119	-0.501
O	34.999	6.877	0.09	-0.232	-0.112	0.022
O	44.564	14.693	28.096	-0.154	-0.271	0.363
O	3.637	0.859	26.411	-0.399	0.156	-0.204
O	51.062	7.837	0.838	0.262	-0.416	0.475
O	52.435	2.868	30.39	-0.332	0.311	0.583
O	17.445	15.423	1.321	-0.401	-0.396	-0.122
O	13.951	11.781	30.229	0.256	0.256	-0.342
O	11.769	9.778	26.334	-0.059	0.398	0.113
O	50.961	5.137	25.28	-0.338	0.342	-0.206
O	18.721	9.059	1.544	0.002	0.26	0.18
O	16.793	16.063	32.315	0.597	0.065	-0.418
O	25.063	9.586	31.917	0.179	0.594	-0.274
O	9.601	6.619	1.076	-0.226	-0.457	-0.213
O	19.656	1.612	31.168	-0.239	-0.124	-0.085
O	63.647	14.2	32.432	-0.369	0.238	-0.021
O	60.941	7.829	33.094	-0.252	-0.484	0.355
O	32.113	10.08	32.938	-0.109	0.379	-0.56
O	21.753	2.996	32.053	0.511	0.483	-0.182
O	12.46	3.33	0.588	-0.438	-0.521	-0.045
O	59.228	13.333	0.845	-0.147	-0.153	-0.223
O	23.052	12.411	27.507	0.441	0.328	0.482
O	23.878	1.746	33.025	0.038	-0.213	-0.441
O	43.299	3.314	32.649	0.225	-0.112	-0.168
O	29.16	2.207	27.158	0.231	0.055	0.392
O	16.694	5.516	2.994	0.018	-0.274	0.157
O	0.177	16.053	32.451	0.069	0.368	-0.188
O	23.612	7.48	27.32	-0.478	-0.106	0.121
O	28.672	13.812	27.969	-0.087	-0.076	-0.296
O	31.65	10.293	30.238	0.188	-0.275	0.219
O	56.546	4.889	25.952	-0.303	-0.223	0.213
O	35.975	4.619	26.89	-0.011	-0.199	-0.363
O	30.115	1.314	30.748	-0.019	-0.032	-0.173
O	41.061	14.829	28.358	0.484	-0.147	0.291
O	30.188	11.825	1.185	0.193	-0.708	-0.041
O	29.418	9.038	2.069	-0.028	0.051	-0.256
O	48.218	11.655	32.326	0.017	0.033	-0.648
O	34.702	7.361	28.542	-0.349	0.009	-0.25
O	34.269	4.723	28.846	-0.454	-0.142	0.21
O	13.037	9.469	1.478	0.196	-0.426	0.005
O	33.48	0.401	33.185	0.278	-0.122	-0.202
O	28.226	12.897	33.087	-0.244	0.548	-0.055
O	31.448	3.527	0.279	-0.129	0.015	-0.383
O	37.974	13.374	24.991	-0.017	-0.259	0.346
O	61.121	5.403	31.968	-0.217	0.021	-0.583
O	35.696	13.202	32.371	-0.166	0.339	0.419
O	34.918	14.819	25.576	0.362	-0.014	0.029
O	36.539	0.383	33.357	-0.025	-0.195	-0.017
O	32.834	12.702	0.103	-0.031	0.013	-0.015
O	43.904	7.547	27.212	0.104	-0.218	0.393
O	42.708	2.859	27.371	0.376	0.145	0.366
O	39.783	7.092	0.243	-0.311	-0.548	0.193
O	64.809	1.528	28.165	0.108	-0.244	0.409
O	32.593	2.018	31.129	-0.183	0.547	-0.088
O	59.014	9.399	26.059	0.025	-0.052	0.33
O	39.37	2.103	29.103	0.24	-0.117	-0.438
O	57.356	7.322	32.344	0.175	-0.42	0.268
O	44.834	5.321	0.214	0.097	0.541	0.22
O	45.862	10.744	33.141	0.14	0.072	-0.218
O	56.737	9.289	0.527	0.013	0.229	-0.183
O	41.997	10.08	28.477	-0.316	0.407	0.331
O	46.125	3.426	32.251	-0.121	-0.015	-0.525
O	46.07	8.965	27.731	0.399	-0.118	-0.278
O	44.117	11.743	28.583	-0.052	0.241	0.182
O	29.89	11.956	29.284	0.247	0.404	-0.34
O	10.047	16.233	1.53	0.504	-0.303	0.167
O	42.594	14.798	26.272	-0.073	-0.526	0.005
O	49.403	4.282	27.885	0.291	-0.362	-0.467
O	51.708	0.378	29.806	0.534	0.027	-0.279
O	50.456	10.533	31.239	-0.165	-0.01	-0.416
O	47.537	5.166	0.226	-0.136	0.267	0.673
O	31.417	1.948	28.632	0.565	0.504	0.064
O	27.179	5.818	2.176	-0.31	-0.154	-0.292
O	48.799	11.028	26.973	-0.208	-0.079	0.272
O	46.429	12.142	27.332	-0.549	0.1	-0.158
O	47.89	2.323	27.324	-0.113	-0.72	0.44
O	16.714	3.206	32.318	0.001	-0.298	-0.339
O	50.667	11.635	0.17	-0.365	0.276	0.533
O	58.129	6.764	29.966	0.579	-0.101	0.082
O	17.239	9.642	27.298	-0.334	-0.128	0.028
O	13.37	11.278	24.948	0.007	-0.002	0.288
O	47.14	15.515	28.49	-0.095	0.555	-0.175
O	53.009	16.023	32.762	0.077	0.445	-0.773
O	57.188	2.676	29.658	-0.257	-0.368	-0.092
O	47.751	1.56	31.376	0.102	-0.563	-0.278
O	15.31	10.281	0.564	0.191	-0.137	-0.176
O	59.046	4.955	33.341	-0.368	0.331	-0.341
O	54.152	14.304	27.838	0.269	0.115	0.525
O	28.108	8.656	27.906	-0.412	0.106	0.17
O	38.193	0.199	1.993	0.238	-0.186	0.264
O	60.327	3.562	25.475	0.003	0.314	0.274
O	13.41	5.108	26.419	0.328	-0.088	-0.213
O	5.472	11.946	32.267	0.16	-0.137	0.127
O	40.587	3.709	26.11	-0.075	0.147	0.23
O	63.768	4.895	30.633	0.252	-0.159	0.243
O	44.135	14.966	32.316	-0.373	-0.406	-0.282
O	58.062	13.821	28.324	-0.171	0.497	-0.267
O	4.571	6.609	27.633	0.025	-0.04	-0.513
O	57.907	9.146	28.97	0.211	0.35	-0.044
O	53.69	7.661	28.827	-0.099	-0.328	-0.231
O	62.267	5.353	24.764	-0.104	0.042	0.146
O	26.24	12.804	1.226	-0.346	0.569	-0.141
O	3.77	6.466	31.686	-0.502	-0.323	0.313
O	22.814	15.187	25.89	-0.051	-0.06	0.195
O	64.693	15.057	30.112	-0.255	0.272	0.109
O	1.999	1.101	0.495	-0.053	0.026	0.005
O	65.088	7.202	1.032	0.181	0.471	-0.235
O	52.105	14.15	29.733	0.207	-0.337	0.387
O	39.262	9.423	1.313	-0.284	0.662	-0.201
O	44.859	8.33	32.791	-0.147	-0.322	0.204
O	4.997	4.054	31.612	-0.121	0.33	0.18
O	38.86	13.544	28.809	0.058	-0.303	-0.084
O	4.128	2.086	33.081	-0.239	0.161	-0.083
O	0.96	3.657	28.936	0.035	-0.089	0.344
O	41.844	7.786	32.64	0.378	0.705	0.072
O	21.592	1.667	0.775	-0.282	0.663	0.267
O	10.523	5.846	29.367	0.325	0.328	-0.497
O	9.177	3.272	32.616	0.012	0.313	0.071
O	0.783	13.553	31.697	0.071	0.034	0.093
O	36.624	13.782	27.437	0.363	-0.077	-0.376
O	29.669	7.59	29.834	0.711	-0.359	0.065
O	7.389	0.805	29.794	0.252	0.367	0.309
O	9.866	3.343	29.992	-0.479	-0.32	-0.276
O	45.082	4.557	25.561	-0.239	0.226	0.329
O	7.386	10.348	31.645	0.282	-0.364	-0.458
O	63.489	9.605	26.808	0.224	0.009	0.553
O	9.141	11.391	33.21	0.536	-0.194	-0.588
O	51.968	3.172	1.801	-0.295	-0.376	-0.113
O	19.289	3.542	32.802	0.263	0.513	0.44
O	48.584	7.402	1.504	-0.21	-0.493	-0.584
O	50.994	15.761	0.98	-0.208	0.371	-0.265
O	33.51	4.411	1.753	-0.182	0.431	-0.194
O	4.623	8.946	31.283	0.291	0.041	0.09
O	2.735	13.62	2.305	-0.082	-0.03	-0.313
O	39.763	13.617	33.291	-0.331	-0.099	-0.122
O	7.69	15.666	0.27	-0.313	0.38	-0.417
O	8.534	1.959	1.289	-0.331	-0.135	0.285
O	12.27	6.758	31.115	0.526	0.012	-0.521
O	24.514	3.82	1.27	0.367	0.218	0.012
O	49.13	3.623	32.158	0.077	-0.082	-0.022
O	9.801	14.086	0.059	0.596	-0.013	-0.204
O	20.885	11.667	1.726	-0.072	-0.816	0.143
O	58.292	3.505	1.746	0.34	-0.181	0.087
O	21.867	0.395	31.906	0.297	-0.252	-0.246
O	20.102	4.119	30.342	0.224	0.613	0.091
O	22.807	1.059	27.454	0.203	0.009	0.34
O	27.865	6.103	28.62	0.155	0.102	0.325
O	12.568	13.636	31.529	-0.56	-0.22	0.177
O	56.559	10.129	25.457	-0.172	0.017	0.167
O	8.612	5.941	25.796	-0.019	-0.043	-0.412
O	49.064	6.76	28.464	-0.512	-0.019	-0.252
O	34.978	2.325	27.806	-0.102	-0.201	0.125
O	37.091	10.903	32.242	-0.25	-0.244	-0.188
O	5.735	8.483	28.984	0.669	0.314	-0.031
O	25.885	3.307	32.488	-0.379	-0.206	-0.27
O	55.991	12.702	27.169	-0.194	-0.494	-0.07
O	44.974	15.07	1.374	0.51	0.052	-0.01
O	36.637	12.051	1.148	0.403	0.06	-0.245
O	41.278	7.782	27.398	-0.415	0.006	-0.099
O	52.274	12.468	27.715	-0.329	-0.052	0.032
O	29.053	9.986	30.74	-0.347	0.371	-0.059
O	53.853	1.247	1.286	0.192	-0.023	0.247
O	30.215	2.31	2.244	-0.579	-0.018	0.372
O	33.956	2.929	33.106	0.444	0.255	-0.068
O	55.295	9.681	29.165	-0.131	0.077	0.026
O	46.242	13.41	32.992	0.051	0.291	-0.116
O	40.853	4.219	28.652	0.098	0.495	0.367
O	43.324	10.424	0.08	-0.211	-0.176	-0.053
O	36.541	15.35	31.135	0.54	0.028	-0.111
O	61.255	10.057	31.737	-0.24	0.032	-0.373
O	31.836	7.569	25.703	0.606	0.116	-0.09
O	14.471	0.023	27.938	-0.473	-0.184	0.16
O	32.054	13.706	29.059	-0.568	-0.171	0.204
O	50.533	5.29	30.089	0.07	-0.563	0.131
O	0.643	4.726	1.508	-0.558	-0.111	-0.173
O	3.207	4.743	29.81	-0.067	0.094	-0.025
O	45.24	15.986	30.209	0.369	0.178	-0.068
O	35.082	15.954	27.826	-0.253	0.147	0.444
O	0.306	5.551	32.464	0.208	-0.348	-0.214
O	2.187	7.574	28.558	-0.149	-0.506	0.487
O	39.41	11.717	31.435	0.321	0.067	-0.277
O	36.532	12.996	29.932	0.022	-0.388	0.282
O	36.713	9.044	28.858	0.088	-0.374	0.018
O	24.738	0.635	25.645	-0.023	-0.238	-0.033
O	49.925	2.218	30.003	-0.156	-0.189	-0.113
O	6.72	2.308	32.655	0.01	-0.547	-0.123
O	0.733	13.372	28.489	-0.271	-0.356	-0.305
O	16.019	4.186	30.026	-0.024	0.068	-0.035
O	59.533	3.473	30.126	0.212	0.512	0.22
O	53.563	1.665	26.045	0.383	-0.04	0.063
O	61.274	14.996	1.4	0.142	0.465	-0.242
O	5.101	1.555	30.666	-0.396	-0.211	-0.033
O	63.619	12.64	1.07	0.333	0.034	-0.31
O	41.156	2.854	31.427	0.091	-0.081	-0.279
O	64.715	15.337	27.483	0.211	-0.164	-0.374
O	43.121	0.958	31.306	-0.265	-0.164	-0.426
O	57.055	2.525	32.343	0.052	0.391	0.228
O	10.454	15.465	26.726	0.684	0.362	0.514
O	16.129	5.795	32.145	-0.264	-0.023	-0.283
O	61.125	10.259	0.908	-0.334	0.635	-0.142
O	43.975	12.92	0.367	-0.034	-0.059	-0.047
O	46.001	13.39	29.667	0.065	-0.083	0.68
O	63.359	13.369	28.628	0.113	-0.164	0.194
O	42.428	5.427	26.983	0.045	-0.109	0.208
O	15.916	2.091	28.398	0.394	-0.25	0.243
O	54.704	15.007	1.078	-0.214	-0.271	-0.275
O	20.225	8.973	32.862	-0.323	0.247	-0.307
O	43.957	0.615	26.915	0.694	0.118	0.165
O	47.76	3.594	29.788	-0.37	0.142	0.153
O	50.281	7.856	30.472	0.306	0.451	0.2
O	28.336	3.323	31.424	0.255	0.19	-0.064
O	48.594	13.595	27.492	0.187	0.005	0.408
O	49.586	15.063	29.448	-0.198	-0.258	0.239
O	41.76	12.185	32.454	0.315	-0.077	-0.305
O	55.563	0.426	32.904	-0.217	-0.251	-0.269
O	32.921	5.285	32.766	-0.555	-0.03	-0.43
O	57.004	4.843	31.24	0.5	-0.109	0.446
O	55.485	5.756	28.133	-0.458	0.024	-0.307
O	61.62	5.308	29.045	-0.275	-0.232	-0.168
O	37.68	11.353	28.239	0.112	0.066	-0.569
O	8.85	4.464	27.927	-0.209	-0.395	0.151
O	61.921	11.705	27.146	-0.656	0.2	0.027
O	63.345	11.624	32.017	0.678	-0.121	0.151
O	16.944	10.952	31.468	0.346	0.053	-0.349
O	0.315	3.356	26.451	-0.153	0.207	0.176
O	21.127	14.048	28.017	-0.2	0.286	-0.278
O	31.68	8.101	0.983	0.415	-0.3	0.038
O	56.812	9.727	31.325	-0.131	0.308	0.162
O	24	5.229	25.905	0.174	0.008	0.005
O	13.881	8.062	32.9	0.366	-0.3	0.105
O	24.598	15.455	27.762	0.218	-0.046	-0.108
O	51.805	13.809	2.533	-0.249	-0.028	-0.088
O	19.178	13.6	2.238	-0.417	-0.154	-0.018
O	53.623	5.144	29.76	-0.38	0.275	0.349
O	3.376	9.766	29.077	0.156	0.413	-0.028
O	20.951	13.291	33.158	0.194	0.424	0.244
O	4.471	12.133	1.179	0.058	-0.416	-0.112
O	22.687	8.525	31.896	-0.122	-0.433	0.056
O	38.001	2.539	0.543	-0.196	0.28	-0.591
O	0.928	15.219	1.381	0.066	-0.408	-0.092
O	26.577	8.118	0.095	0.017	-0.14	0.465
O	2.81	3.218	1.715	0.077	0.269	0.248
O	63.804	7.208	25.767	0.765	0.182	0.295
O	54.186	2.85	28.441	0.514	-0.114	-0.046
O	9.446	0.113	32.368	-0.535	0.189	-0.062
O	10.779	7.313	26.242	0.063	-0.214	-0.031
O	8.708	0.745	27.629	-0.013	0.751	-0.086
O	32.149	14.275	31.633	-0.498	-0.165	-0.327
O	57.885	1.028	0.824	0.098	-0.464	0.004
O	35.46	8.959	1.632	0.109	0.263	0.049
O	0.826	9.469	29.868	-0.089	0.378	0.083
O	5.513	5.454	2.26	-0.23	-0.038	-0.314
O	29.337	1.761	33.197	-0.027	-0.361	-0.001
O	8.201	8.25	2.427	-0.283	-0.229	0.156
O	7.251	10.185	0.904	-0.635	0.28	-0.229
O	19.643	15.316	32.01	-0.358	0.127	0.388
O	60.033	7.459	28.418	0.051	0.231	-0.461
O	3.212	13.215	32.458	0.023	0.645	0.21
O	64.694	1.016	1.251	-0.37	0.08	-0.452
O	15.42	0.708	0.964	-0.481	-0.306	-0.444
O	11.936	16.142	31.935	0.126	0.218	0.298
O	26.978	10.628	33.279	0.621	-0.433	-0.212
O	36.067	11.292	25.406	-0.357	0.332	0.526
O	62.739	7.497	28.246	0.492	-0.145	0.264
O	49.117	9.342	33.232	-0.561	-0.246	-0.181
O	30.087	16.151	27.901	0.383	-0.31	0.021
O	10.468	8.367	30.125	-0.639	0.255	0.198
O	11.067	10.915	2.273	-0.203	-0.028	-0.435
O	20.598	16.013	29.679	-0.226	0.337	-0.446
O	49.363	6.18	32.306	-0.438	0.576	0.087
O	1.664	11.155	32.316	-0.012	-0.043	-0.078
O	27.412	10.866	2.578	-0.056	-0.105	-0.085
O	7.246	12.84	30.553	-0.269	0.135	0.417
O	13.202	10.466	32.382	-0.245	0.258	0.155
O	18.234	3.343	28.706	-0.026	-0.433	0.109
O	16.375	8.448	32.231	-0.045	0.178	-0.068
O	49.401	16.094	27.048	-0.346	0.432	-0.012
O	20.513	7.106	1.111	-0.018	-0.316	-0.025
O	10.906	10.721	28.987	-0.545	-0.156	0.132
O	27.163	3.805	27.669	-0.036	-0.015	0.347
O	34.643	10.904	32.972	0.025	-0.433	-0.217
O	37.341	8.012	0.074	-0.119	-0.277	-0.259
O	39.684	4.218	33.078	0.073	0.661	0.154
O	55.518	6.874	30.519	-0.052	0.375	0.264
O	11.436	3.945	27.863	-0.154	-0.197	0.136
O	13.515	2.536	27.319	-0.179	0.015	0.541
O	22.603	5.653	1.845	0.105	-0.047	-0.402
O	3.244	2.926	27.892	-0.254	-0.295	-0.067
O	51.473	5.894	27.737	0.235	0.218	0.266
O	46.011	6.15	31.672	0.4	-0.033	-0.232
O	38.327	4.234	27.967	-0.095	-0.091	-0.474
O	26.138	1.65	0.97	-0.029	-0.296	-0.464
O	27.677	16.162	2.255	-0.069	-0.238	-0.308
O	28.91	4.135	1.015	-0.479	0.122	-0.22
O	9.707	6.501	31.827	-0.487	-0.369	-0.02
O	1.264	9.954	1.061	-0.155	0.186	-0.084
O	22.97	14.992	29.756	0.095	0.111	0.453
O	32.29	16.148	29.879	0.391	-0.067	-0.469
O	23.002	13.185	1.337	0.259	-0.19	-0.285
O	17.185	12.139	0.395	0.232	0.316	0.203
O	29.348	13.886	2.469	-0.151	-0.012	-0.457
O	53.061	6.637	25.838	-0.101	0.157	0.653
O	31.939	0.423	1.834	-0.092	-0.207	-0.268
O	61.907	11.537	29.772	-0.508	0.119	0.204
O	17.93	1.602	0.464	0.398	0.006	-0.127
O	34.687	6.228	30.969	0.114	-0.129	0.108
O	33.412	10.73	1.743	-0.248	0.001	0.205
O	30.587	14.102	0.056	-0.492	0.593	0.348
O	35.271	13.857	2.333	-0.205	-0.033	-0.108
O	27.628	16.138	28.715	-0.393	0.404	-0.074
O	40.445	2.235	1.183	0.172	-0.118	0.415
O	17.442	12.136	26.36	0.185	0.211	0.415
O	57.003	11.611	29.443	0.244	0.445	0.388
O	25.049	7.045	31.602	-0.003	-0.586	-0.002
O	25.304	5.644	28.137	-0.353	-0.123	0.333
O	61.515	4.605	0.978	0.361	0.129	-0.246
O	25.042	7.522	2.238	-0.004	-0.103	-0.127
O	53.045	11.851	1.32	0.373	-0.388	-0.155
O	21.879	9.115	28.494	-0.288	-0.505	-0.428
O	56.563	5.126	0.672	0.037	-0.113	-0.463
O	61.371	8.095	26.227	0.134	-0.419	0.017
O	52.762	11.473	32.079	0.464	0.143	-0.411
O	45.513	2.426	1.978	-0.141	-0.098	-0.155
O	16.728	9.023	29.735	-0.283	-0.406	-0.24
O	43.314	3.882	1.772	-0.328	0.09	0.066
O	46.261	8.144	2.34	-0.102	0.008	-0.117
O	14.24	3.896	32.033	-0.005	-0.322	-0.003
O	2.482	15.033	25.444	-0.468	0.242	0.119
O	25.403	16.171	30.142	-0.136	0.386	0.169
O	50.701	15.29	31.759	-0.683	0.005	0.192
O	60.288	0.96	30.849	0.288	-0.143	-0.349
O	13.98	2.502	2.393	0.241	0.22	0.091
O	25.949	12.636	31.921	-0.556	0.115	0.068
O	61.51	7.491	30.541	0.017	0.342	0.035
O	7.525	13.17	0.996	-0.237	-0.392	0.166
O	37.821	6.54	26.81	-0.062	0.169	0.265
O	52.749	9.869	29.971	-0.036	-0.113	-0.352
O	64.916	7.277	30.523	0.374	-0.108	-0.531
O	59.985	15.302	32.7	-0.014	0.08	0.188
O	40.592	13.938	30.785	0.202	0.145	0.026
O	2.628	12.007	27.32	0.483	-0.074	0.142
O	17.726	4.113	1.192	-0.104	0.187	-0.034
O	12.891	5.664	33.366	0.084	0.165	0.291
O	34.099	13.402	27.567	0.227	-0.217	0.153
O	15.556	6.646	26.321	0.239	0.41	-0.025
O	53.614	7.416	0.55	0.156	-0.234	-0.416
O	12.814	14.721	0.68	-0.375	-0.151	0.123
O	18.723	12.819	31.886	0.07	-0.184	-0.441
O	60.855	1.119	26.142	0.462	-0.058	-0.672
O	57.611	7.036	27.387	0.082	0.428	-0.473
O	57.892	0.151	31.741	-0.373	-0.121	-0.357
O	10.054	0.177	29.892	0.15	-0.163	-0.431
O	56.908	13.645	1.937	0.011	0.016	-0.476
O	41.188	5.617	31.256	-0.091	-0.288	-0.056
O	9.753	12.881	29.827	0.112	0.223	0.602
O	62.05	2.929	30.185	0.387	-0.302	0.106
O	37.72	1.326	31.089	0.016	0.64	0.248
O	62.785	2.613	2.106	-0.286	0.01	-0.469
O	63.175	8.837	1.75	0.323	0.119	-0.587
O	11.356	7.854	33.3	0.07	0.579	0.277
O	37.149	0.933	28.562	0.271	-0.101	0.007
O	15.944	7.106	1.043	-0.349	0.37	-0.064
O	20.915	13.559	30.571	-0.024	-0.355	-0.175
O	32.867	7.76	32.097	0.078	0.244	-0.401
O	27.642	0.804	31.249	-0.351	0.109	0.324
O	58.947	9.475	32.802	-0.115	0.462	0.204
O	6.371	11.262	26.049	0.115	-0.192	0.143
O	27.128	5.568	32.396	0.431	0.071	0.364
O	45.415	0.903	32.496	0.148	0.104	0.254
O	34.312	14.355	30.305	-0.063	0.036	-0.261
O	39.107	4.268	30.539	-0.666	0.055	0.251
O	41.331	7.998	30.02	0.107	-0.108	0.274
O	30.342	11.901	31.924	0.32	-0.067	0.023
O	41.296	0.658	26.819	-0.68	0.477	0.131
O	51.911	6.498	32.078	0.311	-0.364	-0.264
O	59.303	2.494	27.78	0.026	-0.402	0.197
O	2.243	8.595	32.298	-0.084	-0.402	-0.144
O	54.966	3.197	30.943	-0.268	-0.088	0.269
O	30.104	7.051	27.441	0.34	-0.58	-0.255
O	52.096	13.665	33.205	0.223	0.046	-0.21
O	32.584	11.31	28.021	-0.252	-0.196	-0.121
O	28.3	11.245	27.296	-0.174	0.126	-0.393
O	15.909	15.353	29.96	0.65	0.52	-0.079
O	18.001	7.262	28.342	-0.204	-0.361	0.309
O	5.579	10.936	29.844	0.009	0.495	-0.255
O	14.374	15.337	32.16	0.031	0.523	-0.085
O	59.844	15.79	27.895	-0.497	0.483	-0.157
O	60.59	2.931	32.459	-0.023	-0.245	0.522
O	8.914	8.708	33.018	-0.234	0.106	-0.225
O	50.08	4.805	1.018	-0.11	0.165	-0.055
O	39.168	15.938	29.787	0.224	0.16	0.2
O	45.525	8.338	30.248	-0.076	-0.169	-0.26
O	19.274	9.433	29.034	-0.043	-0.039	-0.033
O	42.151	5.572	0.297	-0.234	-0.205	-0.104
O	18.241	7.069	33.222	0.282	-0.48	-0.157
O	22.141	10.906	33.076	0.205	0.022	0.127
O	5.689	13.477	27.429	-0.276	-0.033	0.075
O	47.492	1.764	0.49	0.672	-0.026	-0.018
O	47.565	12.117	1.354	0.045	0.297	-0.005
O	47.518	3.871	25.277	0.213	0.133	-0.654
O	39.06	9.161	32.128	0.658	-0.127	-0.23
O	63.25	6.769	32.416	0.21	0.345	0.346
O	27.309	12.184	29.594	-0.082	-0.573	0.127
O	30.22	8.265	32.284	-0.186	-0.25	0.365
O	26.409	4.453	30.129	-0.587	-0.083	-0.012
O	13.789	14.119	29.108	-0.421	-0.061	-0.457

Results
total energy: -404402.903 eV
total energy less fixed offsets of O -438.35, Si -107.03 eV per atom: 18.147 eV
